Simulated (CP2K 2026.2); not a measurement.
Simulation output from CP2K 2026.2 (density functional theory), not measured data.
Periodic cell of 2016 atoms, Si1440O576, from a study of silicon, its oxide and their interface. The atomic structure is a simulated model.
Doubt: the forces sum to 3.33 eV/angstrom along one axis rather than to zero, so they err by at least 0.0017 eV/angstrom per atom on average; the grid cutoff is modest.

Settings
functional: PBE
method: Gaussian and plane waves
basis set: DZVP-MOLOPT-SR-GTH
pseudopotentials: GTH-PBE
grid cutoff: 350 Ry, relative cutoff 50 Ry
k points: Gamma only
occupations: fixed
spin: none
net charge: 0

Cell vectors (angstrom)
a	65.28	0	0
b	0	16.32	0
c	2.7085	-2.391	33.2901

Atoms and the computed forces on them: element, x, y, z (angstrom), force x, y, z (eV/angstrom)
Si	4.318	12.068	33.012	-0.214	0.379	0.703
Si	6.84	-1.243	32.972	-0.465	0.397	0.623
Si	1.537	4.124	0.073	-0.105	0.078	0.617
Si	6.41	4.598	33.272	0.306	-0.114	0.632
Si	1.477	9.152	0.09	-0.093	0.227	0.698
Si	3.792	12.319	0.243	0.051	0.083	0.673
Si	9.108	12.848	33.108	0.342	-0.324	0.701
Si	11.756	-0.815	32.964	0.252	-0.102	0.542
Si	9.453	1.348	33.185	-0.037	0.254	0.717
Si	11.922	4.608	33.177	0.12	-0.258	0.78
Si	9.729	6.875	33.179	-0.16	0.263	0.787
Si	12.383	10.033	32.909	-0.066	-0.057	0.8
Si	15.384	12.863	32.75	-0.092	-0.091	0.78
Si	18.442	-1.637	33.254	-0.092	0.249	0.739
Si	15.152	1.491	33.22	-0.26	0.188	0.476
Si	17.355	4.588	33.266	0.238	-0.093	0.7
Si	15.027	6.707	33.081	-0.134	0.369	0.691
Si	15.272	11.91	0.031	-0.255	0.213	0.779
Si	17.819	14.897	0.419	0.009	-0.026	0.593
Si	20.225	1.512	0.178	0.184	-0.038	0.66
Si	20.853	1.483	33.233	-0.252	0.083	0.669
Si	20.753	6.663	0.252	-0.182	0.176	0.734
Si	17.525	9.683	0.009	0.267	-0.203	0.733
Si	22.666	10.326	33.274	0.291	-0.112	0.806
Si	23.511	14.995	0.198	-0.333	0.12	0.632
Si	26.185	1.022	0.248	-0.065	0.231	0.76
Si	22.944	4.4	0.261	0.086	-0.253	0.711
Si	26.071	6.424	0.062	-0.128	0.293	0.745
Si	23.326	9.925	0.115	-0.227	-0.165	0.578
Si	25.657	12.648	0.293	0.22	-0.112	0.638
Si	28.564	15.31	0.287	0.04	-0.197	0.698
Si	31.536	1.269	0.326	-0.164	0.152	0.781
Si	28.391	4.28	0.05	0.19	-0.178	0.744
Si	31.126	6.982	0.114	0.174	-0.196	0.768
Si	28.835	9.211	0.025	-0.26	0.214	0.633
Si	31.331	12.001	0.318	-0.093	0.361	0.658
Si	33.703	15.288	0.181	0.205	-0.276	0.735
Si	39.223	-0.746	33.287	0.165	-0.291	0.664
Si	34.252	3.845	0.176	-0.082	0.177	0.809
Si	39.75	4.231	33.27	-0.188	0.099	0.729
Si	33.697	9.864	0.213	0.292	-0.355	0.622
Si	37.019	12.078	0.396	-0.222	0.039	0.646
Si	39.614	14.495	0.385	0.012	0.185	0.707
Si	42.391	0.981	0.239	-0.136	0.135	0.818
Si	39.141	4.288	0.19	0.086	0.028	0.734
Si	42.176	6.783	0.406	-0.246	0.088	0.676
Si	39.155	9.81	0.222	0.125	-0.205	0.839
Si	41.853	12.391	0.271	0.185	-0.077	0.736
Si	44.659	15.187	0.203	0.064	-0.266	0.786
Si	47.547	1.526	0.169	0.252	-0.373	0.674
Si	45.153	3.62	0.202	-0.246	0.292	0.723
Si	47.259	6.902	0.049	0.058	-0.064	0.644
Si	45.051	9.135	0.025	-0.026	0.202	0.698
Si	47.953	11.928	0.041	-0.175	-0.051	0.703
Si	50.451	14.845	0.234	-0.276	0.144	0.625
Si	53.007	1.386	0.404	0.02	0.036	0.53
Si	50.76	3.448	0.007	-0.085	0.29	0.782
Si	56.168	4.017	33.141	-0.087	0.1	0.797
Si	52.789	7.251	33.212	0.076	-0.098	0.76
Si	55.231	10.051	33.228	0.508	-0.192	0.581
Si	57.784	13.08	33.202	0.248	-0.078	0.885
Si	60.488	-0.427	33.093	0.226	-0.15	0.752
Si	55.67	4.258	0.272	-0.051	0.079	0.514
Si	58.43	7.283	0.037	0.109	-0.319	0.662
Si	58.808	7.004	33.177	-0.281	0.173	0.734
Si	61.181	9.976	32.926	0.058	-0.07	0.77
Si	64.173	12.417	33.081	-0.168	0.175	0.679
Si	66.45	-0.496	33.166	0.233	-0.426	0.626
Si	64.046	1.614	33.149	-0.278	0.234	0.674
Si	63.741	7.079	0.325	0.183	-0.464	0.554
Si	61.408	9.277	0.371	-0.147	0.359	0.652
Si	63.64	12.524	0.009	0.157	-0.138	0.745
Si	2.574	-0.055	0.992	0.031	-0.014	-0.051
Si	5.245	2.615	1.234	0.012	-0.066	0.057
Si	2.568	5.625	1.491	0.077	-0.018	-0.051
Si	5.392	8.14	1.165	0.005	0.008	0.035
Si	2.512	10.821	1.393	-0.037	-0.08	0.028
Si	5.4	13.637	1.238	0.104	0.01	0.059
Si	8.056	0.004	1.091	-0.015	-0.062	0.073
Si	10.749	2.68	1.008	-0.021	-0.092	0.069
Si	8.003	5.381	1.084	0.023	-0.057	-0.006
Si	10.814	8.083	1.247	-0.016	-0.067	0.001
Si	8.218	11.005	1.009	0.018	0.038	-0.013
Si	11.083	13.833	0.863	0.047	0.056	0.04
Si	13.915	16.203	1.242	-0.085	0.011	-0.047
Si	16.489	2.684	1.16	-0.017	0.024	-0.084
Si	13.549	5.424	1.308	0.049	-0.075	-0.027
Si	16.3	8.111	1.255	-0.025	-0.018	-0.077
Si	13.495	10.811	1.088	0.028	-0.058	-0.004
Si	16.31	13.493	1.471	0.006	-0.074	-0.055
Si	19.112	0.064	1.632	0.045	-0.067	-0.066
Si	21.816	2.711	1.432	0.053	-0.023	-0.086
Si	19.093	5.48	1.39	0.069	-0.025	-0.096
Si	21.917	8.367	1.377	0.103	0.03	-0.091
Si	19.056	10.95	1.314	0.03	-0.053	-0.078
Si	21.715	13.79	1.247	0.095	-0.054	-0.103
Si	24.62	0.047	1.688	0.054	-0.03	-0.038
Si	27.229	2.765	1.429	0.02	-0.05	-0.092
Si	24.517	5.504	1.557	0.083	-0.071	-0.032
Si	27.168	8.147	1.305	0.001	-0.056	-0.08
Si	24.53	11.122	1.64	0.1	-0.047	-0.033
Si	27.32	13.719	1.516	0.055	-0.055	-0.068
Si	29.986	0.155	1.674	0.034	-0.031	-0.097
Si	32.74	2.776	1.606	0.011	-0.035	-0.12
Si	29.935	5.448	1.425	-0.05	-0.07	-0.078
Si	32.7	8.121	1.443	-0.057	0.006	-0.113
Si	29.795	10.819	1.534	-0.041	-0.128	-0.033
Si	32.595	13.645	1.485	0.006	-0.033	-0.131
Si	35.442	-0.004	1.383	-0.032	0.057	-0.105
Si	38.029	2.694	1.477	-0.018	0.051	-0.113
Si	35.45	5.469	1.372	-0.015	-0.001	-0.175
Si	38.085	8.126	1.47	-0.031	0.087	-0.149
Si	35.328	10.929	1.53	-0.016	0.013	-0.133
Si	38.18	13.437	1.859	-0.018	0.066	-0.082
Si	40.783	16.17	1.507	0.05	0.137	-0.103
Si	43.517	2.573	1.517	0.018	0.12	-0.047
Si	40.708	5.39	1.548	-0.009	0.087	-0.07
Si	43.538	8.183	1.583	0.122	0.145	-0.004
Si	40.752	10.828	1.605	0.02	0.129	-0.125
Si	43.508	13.537	1.45	0.079	0.141	-0.034
Si	46.313	-0.077	1.434	0.04	0.1	-0.003
Si	49.094	2.637	1.498	-0.002	0.075	0.051
Si	46.197	5.325	1.421	0.005	0.119	0.035
Si	48.891	8.09	1.245	0.029	0.041	0.035
Si	46.272	10.745	1.253	0.029	0.149	0.043
Si	48.964	13.5	1.445	0.015	0.064	0.057
Si	51.611	-0.003	1.609	-0.021	-0.027	0.074
Si	54.395	2.818	1.581	-0.093	-0.028	0.029
Si	51.764	5.314	1.129	-0.064	-0.01	-0.02
Si	54.484	8.155	1.125	-0.068	-0.012	-0.041
Si	51.596	10.801	1.309	-0.041	-0.049	0.008
Si	54.264	13.624	1.154	-0.092	-0.113	0.016
Si	56.907	0.168	1.105	-0.082	-0.088	-0.079
Si	59.686	2.825	1.065	-0.103	-0.058	-0.093
Si	57.256	5.614	1.29	-0.111	0.025	-0.024
Si	59.817	8.234	1.643	-0.135	-0.077	0.009
Si	57.217	11.002	1.183	-0.102	0.003	-0.107
Si	59.846	13.678	1.09	-0.136	0.006	-0.128
Si	62.64	0.105	1.04	-0.06	0.071	-0.025
Si	65.361	2.757	1.35	-0.016	0.006	-0.047
Si	62.546	5.386	1.345	-0.086	0.025	-0.064
Si	65.306	8.169	1.623	0.018	0.052	-0.025
Si	62.563	10.988	1.391	-0.087	0.041	-0.088
Si	65.285	13.594	1.232	-0.009	0.044	-0.074
Si	1.353	1.264	2.567	0.022	-0.052	0.032
Si	3.999	4.09	2.595	-0.013	0.026	0.063
Si	1.304	6.837	2.966	0.001	0.006	0.087
Si	4.049	9.498	2.594	0.027	0.005	0.082
Si	1.22	12.222	2.711	-0.018	0.064	0.037
Si	3.985	15.014	2.511	-0.024	0.041	0.09
Si	6.71	1.324	2.552	0.036	-0.035	0.086
Si	9.442	4.061	2.451	0.071	-0.037	0.052
Si	6.724	6.761	2.529	0.048	-0.003	0.072
Si	9.501	9.615	2.476	0.023	-0.048	0.077
Si	6.835	12.262	2.479	0.027	-0.041	0.074
Si	9.575	15.001	2.345	-0.003	-0.068	0.059
Si	12.284	1.327	2.366	-0.024	-0.059	0.026
Si	15.023	4.034	2.52	0.082	-0.037	0.045
Si	12.163	6.76	2.644	0.011	-0.019	0.069
Si	14.892	9.509	2.566	0.035	-0.002	0.06
Si	12.248	12.347	2.401	0.051	-0.027	-0.035
Si	14.995	14.883	2.785	0.097	-0.022	0.053
Si	17.691	1.464	2.802	-0.012	0.032	0.03
Si	20.44	4.115	2.779	0.079	-0.029	0.023
Si	17.657	6.811	2.672	0.065	0.003	-0.019
Si	20.439	9.626	2.702	0.032	-0.034	-0.039
Si	17.704	12.187	2.792	0.056	-0.029	0.056
Si	20.505	15.02	2.852	0.073	-0.078	0.015
Si	23.167	1.431	2.868	0.021	-0.02	-0.038
Si	25.85	4.081	2.844	0.065	-0.059	-0.003
Si	23.192	6.975	2.816	0.051	-0.016	-0.02
Si	25.887	9.569	2.765	0.069	-0.103	-0.016
Si	23.012	12.436	2.794	0.019	0.041	0.022
Si	25.944	14.986	2.976	0.063	-0.083	0.024
Si	28.568	1.505	2.921	-0.003	-0.061	-0.008
Si	31.3	4.141	2.848	-0.044	-0.059	-0.09
Si	28.546	6.839	2.772	0.013	-0.058	-0.017
Si	31.286	9.495	2.826	0.008	-0.056	-0.046
Si	28.535	12.256	2.877	0.037	-0.027	-0.043
Si	31.285	14.975	2.92	-0.021	-0.064	-0.042
Si	34.093	1.326	2.877	-0.008	-0.053	-0.095
Si	36.715	4.077	2.849	-0.051	0.055	-0.091
Si	34.066	6.774	2.791	-0.044	-0.033	-0.127
Si	36.677	9.46	2.838	0	0.064	-0.074
Si	33.991	12.316	2.874	-0.056	-0.012	-0.09
Si	36.727	14.955	2.869	-0.074	0.048	-0.093
Si	39.419	1.284	2.794	0.029	0.098	-0.1
Si	42.118	3.968	2.809	0.043	0.108	-0.007
Si	39.414	6.785	2.901	0.001	0.093	-0.068
Si	42.158	9.491	2.904	0	0.105	0.018
Si	39.502	12.075	3.133	0.042	0.065	-0.019
Si	42.167	14.845	2.893	0.046	0.111	-0.007
Si	44.944	1.258	2.847	0.059	0.111	0.078
Si	47.67	4.052	2.749	0.033	0.054	0.092
Si	44.843	6.666	2.82	0.089	0.089	0.067
Si	47.576	9.412	2.701	0.066	0.062	0.087
Si	44.897	12.098	2.685	0.07	0.086	0.031
Si	47.567	14.818	2.78	0.056	0.064	0.109
Si	50.26	1.288	2.947	0.028	0.003	0.158
Si	52.961	4.138	2.794	-0.065	-0.001	0.111
Si	50.347	6.711	2.501	0.051	-0.019	0.07
Si	53.082	9.468	2.533	-0.036	-0.046	0.074
Si	50.322	12.147	2.774	0.037	0.011	0.127
Si	53.017	14.863	2.754	-0.028	-0.059	0.123
Si	55.769	1.381	2.764	-0.075	-0.073	0.074
Si	58.531	4.162	2.63	-0.121	-0.038	-0.027
Si	55.824	6.921	2.637	-0.109	-0.046	0.06
Si	58.445	9.7	2.763	-0.151	0.026	-0.009
Si	55.753	12.328	2.487	-0.103	-0.072	0.051
Si	58.406	15.068	2.396	-0.145	0.011	0.001
Si	61.143	1.404	2.41	-0.088	0.038	-0.024
Si	63.957	4.085	2.697	-0.053	0.113	-0.005
Si	61.219	6.753	2.777	-0.036	-0.015	-0.01
Si	63.909	9.627	2.781	-0.076	0.046	0.015
Si	61.129	12.355	2.626	-0.111	-0.01	-0.023
Si	63.942	15.062	2.516	-0.069	0.022	-0.012
Si	65.26	0.006	3.974	0.004	-0.014	0.031
Si	2.681	2.685	3.941	-0.006	0.005	-0.035
Si	65.205	5.423	4.159	-0.029	-0.007	0.029
Si	2.762	8.22	4.109	0.011	0.056	-0.015
Si	65.212	10.948	4.153	0.009	0.022	0.028
Si	2.676	13.63	3.924	0.008	0.002	-0.022
Si	5.374	-0.014	3.929	0.004	-0.009	-0.031
Si	8.119	2.708	3.865	-0.024	0.018	-0.018
Si	5.41	5.421	3.95	-0.037	0.04	-0.029
Si	8.134	8.187	3.833	-0.007	0	-0.027
Si	5.452	10.905	3.879	-0.011	0.023	-0.04
Si	8.223	13.635	3.797	-0.01	0.028	0.015
Si	10.911	0.009	3.797	0.03	0.013	-0.03
Si	13.597	2.691	3.845	0.001	-0.03	-0.015
Si	10.794	5.379	3.918	-0.021	-0.034	0.009
Si	13.568	8.146	3.955	0.024	0	-0.011
Si	10.893	10.963	3.827	-0.01	0.018	-0.026
Si	13.558	13.541	3.992	-0.017	-0.042	0.029
Si	16.34	0.014	4.078	-0.003	0.031	-0.021
Si	19.076	2.782	4.156	0.035	-0.032	-0.013
Si	16.319	5.406	3.985	-0.025	-0.031	-0.013
Si	19.052	8.198	4.011	-0.005	0.012	-0.023
Si	16.275	10.818	4.031	-0.056	0.003	-0.03
Si	19.079	13.607	4.112	0.008	-0.017	-0.042
Si	21.836	0.045	4.217	0.014	-0.011	0.001
Si	24.508	2.765	4.233	0.027	0.01	0.012
Si	21.809	5.522	4.102	0	-0.032	-0.042
Si	24.552	8.253	4.192	0.016	-0.007	0.017
Si	21.748	10.968	4.133	0.021	0.004	-0.036
Si	24.47	13.65	4.217	0.012	-0.026	-0.025
Si	27.265	0.076	4.277	-0.007	-0.006	-0.023
Si	29.963	2.808	4.252	-0.018	-0.012	-0.013
Si	27.225	5.468	4.167	0.016	0.012	-0.027
Si	29.927	8.151	4.182	-0.004	-0.023	-0.043
Si	27.199	10.887	4.204	-0.03	-0.008	0.023
Si	29.925	13.595	4.234	0	0.009	-0.014
Si	32.689	-0.003	4.236	0.024	0.01	-0.029
Si	35.386	2.721	4.235	-0.019	0.024	-0.016
Si	32.674	5.471	4.185	0.02	0.004	0.006
Si	35.351	8.123	4.215	0.006	0.011	-0.001
Si	32.635	10.889	4.181	-0.016	-0.009	-0.027
Si	35.361	13.624	4.24	-0.007	0.005	0.02
Si	38.082	-0.016	4.215	-0.01	-0.002	0.009
Si	40.776	2.63	4.176	-0.01	0.022	0.008
Si	38.063	5.415	4.23	0.002	-0.03	-0.01
Si	40.802	8.114	4.238	-0.021	-0.028	-0.008
Si	38.03	10.743	4.305	-0.008	-0.017	-0.009
Si	40.857	13.535	4.328	0.006	0.014	0.007
Si	43.545	-0.082	4.198	-0.008	-0.02	-0.043
Si	46.289	2.684	4.134	-0.006	0.011	-0.019
Si	43.473	5.339	4.173	0.023	0.007	0.007
Si	46.24	8.065	4.11	-0.043	0.026	-0.007
Si	43.55	10.849	4.18	0.012	0.034	-0.01
Si	46.202	13.47	4.115	-0.023	-0.002	-0.018
Si	48.886	-0.119	4.184	0.01	-0.014	-0.004
Si	51.652	2.727	4.165	0.01	0.019	-0.006
Si	49.024	5.442	4.044	-0.002	0.008	0.001
Si	51.692	8.109	3.914	-0.014	-0.007	-0.045
Si	48.925	10.785	4.082	-0.043	0.028	-0.005
Si	51.666	13.528	4.12	-0.026	0.01	0.023
Si	54.378	-0.02	4.062	-0.005	0.01	-0.03
Si	57.152	2.793	4.012	-0.007	0.016	0.001
Si	54.418	5.53	4.016	0.027	-0.017	-0.054
Si	57.092	8.276	4.06	0.013	-0.039	-0.004
Si	54.412	10.902	3.892	0.017	0.031	-0.023
Si	57.095	13.697	3.872	0.013	0.011	-0.033
Si	59.79	0.063	3.833	0.017	-0.024	-0.031
Si	62.492	2.71	3.919	-0.005	-0.054	-0.065
Si	59.835	5.44	4.095	-0.01	-0.021	-0.004
Si	62.541	8.204	4.066	-0.011	-0.011	-0.017
Si	59.827	11.023	4.067	0.026	0	0.016
Si	62.538	13.72	3.916	0.047	-0.014	-0.039
Si	1.317	15.018	16.165	0.015	-0.029	0.019
Si	4.075	1.395	16.153	0	0.011	0.005
Si	66.587	4.121	16.156	0.026	-0.012	0.005
Si	4.03	6.844	16.149	0.008	-0.017	0.003
Si	66.596	9.564	16.198	-0.001	0.01	0
Si	4.022	12.278	16.13	-0.016	-0.017	-0.012
Si	6.753	14.994	16.144	-0.011	0.013	0.03
Si	9.549	1.437	16.109	0.007	0.013	-0.011
Si	6.79	4.143	16.12	-0.008	-0.022	0.003
Si	9.507	6.864	16.116	-0.009	-0.005	0.003
Si	6.776	9.57	16.124	-0.003	-0.016	0.008
Si	9.505	12.308	16.171	0.008	-0.006	0.01
Si	12.24	15.004	16.202	-0.012	0.011	0.011
Si	14.99	1.407	16.243	0.006	0.015	0.013
Si	12.255	4.148	16.147	-0.008	0.008	-0.01
Si	14.953	6.85	16.257	0.008	0.015	0.002
Si	12.246	9.581	16.177	-0.005	0.024	0.007
Si	14.952	12.304	16.228	-0.016	0.017	0.001
Si	17.699	14.991	16.326	0.015	0.023	0.009
Si	20.379	1.404	16.357	-0.005	0.012	0.005
Si	17.704	4.124	16.335	0.004	0.014	-0.001
Si	20.428	6.806	16.408	-0.012	0.022	0.007
Si	17.672	9.551	16.293	-0.023	0.011	0.003
Si	20.438	12.246	16.383	-0.005	0.024	-0.006
Si	23.13	14.961	16.352	0.013	0.004	-0.003
Si	25.902	1.375	16.425	0.023	-0.003	0
Si	23.147	4.135	16.449	-0.007	0.014	0.018
Si	25.841	6.841	16.469	0	-0.019	0.017
Si	23.142	9.529	16.481	-0.009	0.003	0.026
Si	25.896	12.211	16.404	0.003	0.001	0.013
Si	28.635	15	16.419	0.016	0.015	-0.002
Si	31.31	1.326	16.315	0.006	-0.004	-0.007
Si	28.55	4.109	16.387	0.017	0.002	0.011
Si	31.276	6.791	16.385	-0.01	-0.008	-0.011
Si	28.573	9.548	16.467	-0.008	0.004	0.024
Si	31.329	12.28	16.409	-0.002	0.025	0.006
Si	34.022	14.941	16.347	-0.013	0.005	0.015
Si	36.758	1.319	16.376	-0.003	-0.019	0
Si	34.029	4.037	16.366	0.026	-0.011	0.002
Si	36.711	6.742	16.247	0.005	0.021	-0.014
Si	34.027	9.551	16.332	0.017	0.002	0.011
Si	36.747	12.191	16.354	-0.013	-0.025	0.014
Si	39.49	14.953	16.388	0.018	0.015	0.01
Si	42.217	1.33	16.408	-0.006	-0.015	0.007
Si	39.515	4.045	16.358	-0.003	0.007	0.02
Si	42.164	6.714	16.446	-0.024	-0.003	0.008
Si	39.445	9.462	16.376	0.005	0.012	0.015
Si	42.199	12.193	16.37	-0.004	-0.023	0.007
Si	44.938	14.936	16.407	0.019	0.001	0.004
Si	47.595	1.304	16.414	-0.008	-0.003	-0.003
Si	44.894	4.037	16.485	0.012	0.006	0.015
Si	47.587	6.711	16.436	-0.017	-0.018	0.02
Si	44.891	9.444	16.382	-0.019	0.016	-0.005
Si	47.636	12.144	16.368	0	-0.033	-0.004
Si	50.39	14.933	16.361	0.027	0.006	0.009
Si	53.018	1.329	16.313	0.006	-0.029	0.018
Si	50.291	4.024	16.354	-0.001	-0.019	-0.001
Si	52.995	6.759	16.311	-0.009	-0.026	0.014
Si	50.284	9.464	16.408	0.012	0.012	0.03
Si	53.017	12.21	16.353	-0.009	-0.016	0.033
Si	55.723	14.948	16.251	0.001	-0.01	0.012
Si	58.422	1.383	16.225	0.023	-0.021	0.004
Si	55.726	4.062	16.289	0.021	-0.025	0.023
Si	58.453	6.849	16.228	0.003	0.002	0.008
Si	55.734	9.511	16.241	0.013	0.006	0.009
Si	58.438	12.256	16.252	0.006	-0.01	0.01
Si	61.131	14.985	16.194	0.011	-0.018	-0.006
Si	63.883	1.399	16.18	-0.014	0.014	0.01
Si	61.182	4.127	16.215	0.008	0.012	0.004
Si	63.856	6.802	16.176	0.001	-0.019	0.01
Si	61.164	9.554	16.228	-0.008	-0.009	0.012
Si	63.87	12.249	16.177	-0.024	-0.019	0.006
Si	2.712	0.04	17.517	0.018	-0.01	0.003
Si	5.436	2.789	17.477	-0.006	0.033	0.04
Si	2.665	5.475	17.506	0.002	-0.016	0.037
Si	5.38	8.24	17.473	-0.027	0.037	0.026
Si	2.684	10.953	17.543	0.011	-0.002	0.058
Si	5.322	13.662	17.493	-0.031	-0.011	0.018
Si	8.207	0.032	17.398	0.019	0.015	-0.021
Si	10.885	2.823	17.482	-0.02	-0.043	0.023
Si	8.142	5.52	17.465	0.028	0.001	0.006
Si	10.889	8.187	17.475	0.015	0.003	0.016
Si	8.134	10.925	17.481	0.001	0.012	0.026
Si	10.884	13.637	17.565	-0.013	-0.016	0.003
Si	13.599	0.057	17.555	-0.005	-0.009	0.027
Si	16.347	2.74	17.657	0.005	-0.037	0.018
Si	13.574	5.474	17.573	-0.047	0.003	0.02
Si	16.289	8.217	17.642	-0.003	-0.01	0.012
Si	13.571	10.963	17.561	-0.006	-0.024	-0.003
Si	16.292	13.638	17.635	-0.015	0.008	0.019
Si	19.054	0.019	17.732	0	-0.031	0.015
Si	21.739	2.753	17.732	-0.011	-0.001	0.003
Si	19.058	5.454	17.762	0.001	-0.027	0.056
Si	21.784	8.124	17.838	0.012	-0.013	-0.005
Si	19.064	10.846	17.684	0.022	-0.01	-0.011
Si	21.809	13.611	17.755	0.007	-0.006	-0.004
Si	24.526	-0.041	17.699	-0.016	-0.029	-0.001
Si	27.291	2.724	17.804	0.018	-0.033	0.029
Si	24.497	5.501	17.873	-0.02	0.025	0.018
Si	27.221	8.175	17.854	0.041	0.02	0.008
Si	24.574	10.868	17.829	0.005	-0.009	-0.014
Si	27.299	13.579	17.708	0.014	0.02	-0.013
Si	30.044	0.025	17.79	-0.017	-0.039	0.01
Si	32.682	2.614	17.668	-0.017	-0.036	0.016
Si	29.894	5.458	17.757	-0.008	0.032	0.034
Si	32.659	8.196	17.65	-0.018	0.009	0.004
Si	29.997	10.919	17.775	-0.013	-0.01	0.02
Si	32.656	13.682	17.781	-0.018	0.018	0.027
Si	35.397	-0.07	17.708	0.01	0.008	0.01
Si	38.166	2.678	17.675	0.004	-0.027	0.02
Si	35.399	5.435	17.661	-0.003	-0.005	0.007
Si	38.018	8.055	17.631	-0.018	-0.016	-0.017
Si	35.4	10.844	17.741	0.03	-0.008	0.06
Si	38.096	13.576	17.676	0.026	0.025	-0.009
Si	40.839	0.009	17.766	-0.023	-0.008	0.018
Si	43.548	2.645	17.842	0.001	0.001	0.027
Si	40.787	5.368	17.839	-0.005	0.036	0.039
Si	43.553	8.077	17.759	0.039	0.005	0.01
Si	40.81	10.843	17.708	-0.012	-0.01	0.006
Si	43.575	13.552	17.715	-0.002	0.002	0.02
Si	46.278	-0.051	17.839	-0.014	0	0.03
Si	48.947	2.673	17.75	-0.008	0.008	0.019
Si	46.246	5.387	17.887	-0.004	0.008	0.013
Si	48.918	8.085	17.791	-0.019	0.009	0.018
Si	46.268	10.776	17.733	0.029	0.005	0.018
Si	49.047	13.513	17.651	0.002	-0.01	-0.021
Si	51.75	-0.036	17.764	0.016	-0.021	0.039
Si	54.349	2.701	17.664	-0.014	0.03	0.016
Si	51.631	5.4	17.693	0.03	0.02	0.038
Si	54.376	8.151	17.595	-0.018	0.01	0
Si	51.665	10.834	17.746	-0.002	0.015	0.029
Si	54.406	13.594	17.664	0.002	0.028	0.008
Si	57.043	0.028	17.582	0.016	0.006	-0.009
Si	59.786	2.777	17.531	-0.016	-0.01	0.03
Si	57.07	5.507	17.569	0	0.005	0.008
Si	59.833	8.178	17.605	0.016	-0.008	0.004
Si	57.074	10.872	17.598	0.003	0.029	-0.004
Si	59.782	13.649	17.593	0.007	0.016	0.046
Si	62.469	0.065	17.51	-0.004	0.015	0.013
Si	65.241	2.764	17.535	-0.003	-0.007	0.003
Si	62.526	5.475	17.618	-0.043	-0.006	0.042
Si	65.198	8.172	17.5	0.035	0.013	-0.004
Si	62.488	10.947	17.585	0.014	0.04	0.03
Si	65.209	13.649	17.487	0.009	0.015	0.005
Si	66.657	1.428	18.849	0.112	0.124	0.01
Si	4.034	4.115	18.857	0.071	0.089	0.019
Si	66.507	6.779	18.856	0.064	0.07	0.022
Si	4.003	9.531	18.898	0.054	0.098	0.026
Si	66.583	12.357	18.868	0.111	0.104	0.03
Si	3.969	-1.344	18.954	0.03	0.07	0.082
Si	6.891	1.408	18.704	0.012	0.103	0.036
Si	9.545	4.22	18.822	-0.003	0.088	0.031
Si	6.741	6.871	18.781	0.029	0.068	0.08
Si	9.565	9.577	18.792	-0.007	0.087	0.056
Si	6.665	12.253	18.766	0.025	0.053	0.036
Si	9.504	-1.281	18.842	-0.001	0.068	0.062
Si	12.236	1.475	18.845	0.007	0.028	0.005
Si	14.951	4.131	18.933	-0.008	0	-0.028
Si	12.181	6.835	18.911	-0.001	0	0.021
Si	14.867	9.593	18.942	-0.004	-0.003	-0.033
Si	12.24	12.295	18.972	-0.013	0.011	0.038
Si	14.921	-1.282	18.975	0.003	0.033	-0.037
Si	17.673	1.378	19.089	-0.025	-0.013	-0.055
Si	20.431	4.094	19.188	-0.012	0.031	-0.108
Si	17.662	6.889	19.03	0.022	0.027	-0.084
Si	20.376	9.485	19.138	-0.098	0.001	-0.096
Si	17.665	12.227	18.942	-0.026	-0.013	-0.078
Si	20.445	-1.338	19.106	-0.029	0.049	-0.105
Si	23.124	1.325	18.982	-0.046	-0.008	-0.082
Si	25.925	4.103	19.135	-0.097	0.042	-0.012
Si	23.143	6.844	19.34	-0.037	0.001	-0.036
Si	25.914	9.531	19.289	-0.077	-0.006	0.022
Si	23.238	12.291	19.124	-0.015	0.057	-0.075
Si	25.914	14.895	19.031	-0.095	0.001	-0.035
Si	28.747	1.399	19.167	-0.07	0.065	0.034
Si	31.281	3.976	18.932	-0.062	-0.062	0.006
Si	28.616	6.85	19.225	-0.041	-0.019	0.02
Si	31.366	9.52	19.089	-0.025	-0.019	0.04
Si	28.746	12.384	19.131	-0.068	0.051	0.019
Si	31.409	-1.231	19.275	0.003	-0.015	0.071
Si	34.019	1.241	19.063	-0.068	-0.061	-0.015
Si	36.803	4.061	18.951	0.07	-0.004	-0.047
Si	34.013	6.833	18.952	0.013	0	0.006
Si	36.684	9.321	19.057	-0.015	-0.056	-0.041
Si	34.076	12.317	19.028	0.015	-0.024	0.002
Si	36.783	14.925	19.074	0.036	-0.034	-0.007
Si	39.472	1.381	19.146	0.046	0.018	-0.094
Si	42.163	3.986	19.22	0.02	-0.036	-0.105
Si	39.254	6.72	19.084	-0.007	-0.06	-0.102
Si	42.142	9.433	19.034	0.005	0.023	-0.124
Si	39.4	12.201	19.024	0.043	-0.021	-0.068
Si	42.204	14.915	19.051	0.033	-0.038	-0.126
Si	44.9	1.299	19.266	-0.013	0.023	-0.119
Si	47.625	3.977	19.223	-0.08	-0.026	-0.093
Si	44.87	6.789	19.254	-0.021	0.058	-0.106
Si	47.508	9.386	19.187	-0.074	-0.065	-0.096
Si	44.968	12.2	19.051	-0.045	0.038	-0.14
Si	47.751	14.833	19.041	-0.083	0.016	-0.109
Si	50.329	1.322	19.074	-0.088	-0.039	-0.079
Si	52.993	4.055	19.039	-0.023	-0.099	-0.03
Si	50.294	6.715	19.124	-0.098	-0.01	-0.049
Si	53.056	9.431	19.035	-0.024	-0.109	-0.038
Si	50.345	12.236	19.122	-0.047	-0.064	-0.042
Si	53.203	-1.35	19.146	-0.043	-0.03	-0.028
Si	55.728	1.36	19.007	-0.016	-0.156	0.019
Si	58.499	4.214	18.871	0.07	-0.035	-0.043
Si	55.685	6.806	18.969	-0.003	-0.134	-0.02
Si	58.444	9.525	18.929	0.063	-0.085	-0.016
Si	55.718	12.186	19	-0.056	-0.118	-0.005
Si	58.363	-1.329	18.932	0.03	-0.097	-0.029
Si	61.07	1.374	18.892	0.09	-0.034	0.003
Si	63.843	4.031	18.954	0.095	0.014	0.008
Si	61.19	6.852	19.023	0.115	-0.059	-0.012
Si	63.835	9.504	18.868	0.108	-0.006	-0.004
Si	61.149	12.337	18.983	0.099	-0.044	-0.027
Si	63.808	-1.328	18.813	0.076	-0.024	0.011
Si	65.218	0.051	20.024	0.128	0.103	0.099
Si	2.747	2.711	20.293	0.055	0.091	0.097
Si	65.252	5.361	20.282	0.161	0.062	0.109
Si	2.547	8.172	20.205	0.068	0.177	0.082
Si	65.235	10.91	20.093	0.146	0.078	0.079
Si	2.496	13.724	20.44	0.032	0.163	0.095
Si	5.556	0.054	20.029	0.013	0.058	0.106
Si	8.209	2.806	20.077	0.011	0.041	0.104
Si	5.376	5.584	20.169	-0.029	0.101	0.127
Si	8.13	8.249	20.061	0.028	0.074	0.121
Si	5.342	10.967	20.248	-0.015	0.12	0.094
Si	8.056	13.627	20.034	0.028	0.123	0.135
Si	10.865	0.13	20.189	-0.021	0.058	0.079
Si	13.565	2.831	20.279	-0.071	-0.029	0.049
Si	10.795	5.565	20.341	0.002	0.028	0.111
Si	13.486	8.222	20.276	0.009	0.032	0.079
Si	10.909	10.861	20.285	0.041	-0.012	0.086
Si	13.567	13.684	20.353	-0.037	0.003	0.097
Si	16.213	0.095	20.426	-0.052	0.007	0.027
Si	19.052	2.661	20.498	-0.003	-0.005	0.01
Si	16.233	5.526	20.29	0.019	-0.002	0.027
Si	18.999	8.146	20.556	0.028	-0.022	-0.012
Si	16.304	10.866	20.287	0.002	-0.054	-0.009
Si	18.956	13.616	20.307	-0.011	0.043	-0.022
Si	21.887	-0.028	20.463	-0.044	-0.03	0
Si	24.464	2.697	20.3	-0.11	0.035	0.001
Si	21.777	5.417	20.7	-0.09	0.016	-0.021
Si	24.504	8.232	20.781	-0.093	0.037	0.02
Si	21.81	10.907	20.331	-0.044	-0.016	-0.008
Si	24.64	13.577	20.551	-0.052	-0.012	0
Si	27.299	-0.037	20.297	-0.064	-0.01	0.02
Si	30.174	2.713	20.583	-0.072	-0.017	0.073
Si	27.281	5.394	20.575	-0.042	0.047	0.026
Si	30.074	8.205	20.583	-0.088	-0.06	0.084
Si	27.44	10.957	20.435	-0.108	-0.013	0.01
Si	30.033	13.785	20.655	-0.08	0.015	0.093
Si	32.86	-0.001	20.76	0.005	-0.064	0.133
Si	35.413	2.707	20.164	0.025	-0.039	0.04
Si	32.638	5.39	20.111	-0.029	0	0.068
Si	35.273	8.03	20.514	0.039	0.021	0.091
Si	32.747	10.953	20.338	-0.041	-0.023	0.104
Si	35.475	13.549	20.462	0.002	-0.067	0.063
Si	38.069	0.027	20.441	0.046	-0.009	0.003
Si	40.756	2.709	20.645	0.036	-0.019	0.007
Si	37.952	5.328	20.541	0.095	0.028	0.042
Si	40.642	8.114	20.297	-0.008	0.05	-0.081
Si	38.081	10.705	20.283	0.08	-0.08	-0.04
Si	40.739	13.628	20.331	-0.019	0.061	-0.062
Si	43.508	-0.146	20.543	0.004	0.004	-0.02
Si	46.314	2.621	20.684	-0.036	-0.02	-0.022
Si	43.511	5.375	20.557	0.024	0.013	-0.02
Si	46.139	8.136	20.775	-0.048	0.022	-0.027
Si	43.52	10.857	20.29	0.016	0.008	-0.09
Si	46.43	13.481	20.41	-0.031	-0.082	-0.081
Si	49.088	-0.161	20.421	-0.032	-0.027	-0.019
Si	51.627	2.711	20.425	-0.067	-0.001	0.033
Si	48.938	5.39	20.568	-0.073	-0.026	-0.013
Si	51.731	8.03	20.423	-0.035	-0.087	0.027
Si	48.928	10.785	20.384	-0.109	0.052	-0.039
Si	51.811	13.579	20.46	-0.057	-0.113	-0.011
Si	54.576	0.01	20.603	-0.006	-0.162	0.099
Si	57.041	2.911	20.12	0.011	-0.06	0.034
Si	54.287	5.475	20.375	-0.06	-0.082	0.032
Si	57.132	8.116	20.252	0.06	-0.106	0.131
Si	54.39	10.804	20.389	-0.038	-0.045	0.088
Si	57.094	13.527	20.299	0.091	-0.069	0.109
Si	59.626	0.116	20.27	0.073	-0.006	0.077
Si	62.424	2.685	20.293	0.105	-0.026	0.104
Si	59.868	5.453	20.375	0.11	-0.089	0.097
Si	62.571	8.205	20.389	0.054	-0.014	0.133
Si	59.755	10.891	20.28	0.065	-0.053	0.04
Si	62.493	13.813	20.346	0.039	0.011	0.058
Si	66.369	-0.992	21.751	0.104	-0.388	-0.669
Si	4.576	1.661	21.369	-0.369	-0.162	-0.721
Si	66.959	4.352	21.616	-0.229	-0.228	-0.791
Si	3.771	6.716	21.535	0.24	0.086	-0.667
Si	66.772	9.846	21.502	-0.3	-0.335	-0.693
Si	3.725	12.09	21.613	0.317	0.367	-0.71
Si	6.816	-1.312	21.453	0.056	0.055	-0.725
Si	9.847	1.839	21.456	-0.189	-0.233	-0.79
Si	6.646	4.01	21.312	0.179	0.244	-0.779
Si	9.513	7.156	21.588	-0.021	-0.251	-0.748
Si	7.08	9.866	21.364	-0.224	-0.043	-0.816
Si	9.244	12.111	21.299	0.198	0.056	-0.75
Si	12.394	-0.964	21.577	-0.043	-0.175	-0.722
Si	14.57	1.284	21.727	0.338	0.092	-0.697
Si	12.086	4.06	21.635	0.17	0.293	-0.674
Si	15.018	7.079	21.606	-0.083	-0.213	-0.741
Si	11.909	9.222	21.738	0.181	0.253	-0.719
Si	15.211	12.469	21.54	-0.224	-0.123	-0.73
Si	17.363	14.746	21.598	0.12	0.209	-0.718
Si	20.693	1.487	21.789	-0.132	-0.099	-0.7
Si	17.753	4.305	21.553	-0.029	-0.258	-0.767
Si	20.009	6.462	21.934	0.34	0.302	-0.757
Si	17.282	9.273	21.734	0.302	0.18	-0.737
Si	20.405	12.29	21.529	-0.092	0.016	-0.587
Si	23.601	-1.041	21.799	-0.224	-0.216	-0.793
Si	25.733	1.173	21.469	-0.01	0.067	-0.727
Si	22.956	3.666	21.81	0.039	0.296	-0.741
Si	25.956	6.752	21.996	-0.2	-0.136	-0.717
Si	22.883	9.629	21.976	0.345	0.009	-0.646
Si	26.321	12.455	21.817	-0.243	-0.132	-0.734
Si	28.287	-1.408	21.911	0.381	0.131	-0.668
Si	31.988	1.872	21.979	-0.222	-0.274	-0.743
Si	28.988	4.303	21.841	-0.167	-0.165	-0.736
Si	31.254	6.434	21.63	-0.046	0.267	-0.642
Si	29.085	9.998	21.8	-0.091	-0.33	-0.813
Si	31.355	12.174	21.759	0.145	0.259	-0.655
Si	34.653	-1.199	22.008	-0.517	-0.259	-0.554
Si	36.53	1.331	21.64	0.291	0.037	-0.719
Si	34.064	4.108	21.38	-0.005	-0.024	-0.594
Si	36.21	6.277	21.828	0.086	0.157	-0.723
Si	34.145	9.713	21.733	-0.098	-0.216	-0.678
Si	36.517	11.763	21.576	-0.073	0.148	-0.692
Si	39.582	-1.2	21.715	-0.125	-0.195	-0.689
Si	41.853	0.987	21.813	0.16	0.249	-0.766
Si	39.523	4.278	21.992	-0.179	-0.284	-0.691
Si	41.723	6.542	21.562	0.149	-0.087	-0.668
Si	39.741	9.798	21.68	-0.295	-0.336	-0.558
Si	41.99	12.089	21.489	0.147	0.235	-0.663
Si	45.214	-1.361	21.678	-0.294	-0.067	-0.632
Si	47.471	0.82	21.768	0.019	0.359	-0.699
Si	45.139	4.287	21.91	-0.062	-0.18	-0.787
Si	47.409	6.51	21.993	0.064	0.261	-0.702
Si	44.842	9.874	21.914	-0.138	-0.447	-0.607
Si	47.395	11.822	21.807	0.206	0.314	-0.59
Si	50.755	-1.167	21.802	-0.25	-0.135	-0.656
Si	52.855	1.206	21.697	0.214	0.068	-0.718
Si	50.446	4.179	21.903	-0.191	-0.191	-0.651
Si	52.705	6.406	21.849	0.171	0.255	-0.757
Si	50.474	9.569	21.582	-0.225	-0.213	-0.707
Si	52.737	11.828	21.717	0.349	0.327	-0.645
Si	56.045	-1.485	21.889	-0.248	0.125	-0.699
Si	58.521	1.834	21.469	-0.101	-0.322	-0.743
Si	55.903	4.346	21.56	-0.215	-0.224	-0.633
Si	58.211	6.522	21.609	0.256	0.262	-0.718
Si	55.813	9.413	21.614	-0.156	0.056	-0.745
Si	58.733	12.482	21.631	-0.356	-0.304	-0.626
Si	60.773	-1.39	21.624	0.401	0.225	-0.656
Si	63.828	1.211	21.43	-0.197	0.17	-0.689
Si	60.944	3.806	21.728	0.299	0.376	-0.737
Si	63.962	6.748	21.654	0.005	0.067	-0.731
Si	61.408	9.908	21.578	-0.287	-0.464	-0.543
Si	63.749	12.111	21.387	0.222	0.329	-0.562
Si	66.157	12.293	26.215	0.01	0.041	-0.091
Si	3.29	0.227	23.559	-0.054	-0.055	-0.056
Si	62.678	0.48	26.01	0.053	0.003	-0.079
Si	6.702	9.684	24.317	0.064	-0.007	-0.065
Si	64.992	8.71	23.631	0.11	-0.026	-0.012
Si	9.492	11.048	28.205	-0.123	-0.077	-0.076
Si	9.616	13.232	26.199	-0.173	0.028	0.017
Si	11.039	13.418	23.423	-0.033	0.043	-0.138
Si	8.093	6.483	28.129	0.194	-0.093	0.001
Si	13.21	9.68	24.676	-0.156	-0.007	-0.232
Si	7.553	5.801	23.668	-0.033	0.069	-0.283
Si	13.696	12.354	24.001	0.087	0.105	0.047
Si	15.714	4.645	26.003	0.13	0.139	-0.147
Si	16.346	2.665	23.772	-0.157	-0.074	0
Si	15.496	8.854	28.741	0.172	-0.048	0.038
Si	18.986	10.585	23.841	-0.061	-0.063	0.014
Si	17.519	-0.069	24.243	-0.124	-0.111	0.104
Si	22.736	1.054	26.131	-0.009	-0.092	0.071
Si	21.897	13.886	23.71	0.04	0.011	-0.078
Si	13.024	-0.757	27.31	-0.028	-0.026	-0.022
Si	23.736	3.88	26.626	0.018	-0.012	0.073
Si	24.908	4.648	24.106	0.095	-0.032	-0.147
Si	23.016	11.225	24.771	-0.033	-0.098	-0.209
Si	26.925	-1.716	31.252	0.034	-0.094	0.289
Si	21.645	-0.008	28.833	-0.006	-0.048	-0.068
Si	27.295	2.7	23.82	-0.047	-0.036	0.01
Si	25.936	11.02	24.655	0.068	0	-0.158
Si	30.748	11.265	29.341	-0.077	-0.036	0.125
Si	22.359	8.887	26.491	0.115	-0.02	-0.045
Si	27.985	-0.085	24.798	-0.055	0.064	-0.074
Si	32.128	1.71	25.031	0.091	-0.098	-0.127
Si	25.969	2.298	28.094	-0.014	0.012	-0.031
Si	32.452	8.026	23.822	0.098	0.111	-0.032
Si	30.771	4.288	28.835	0.019	-0.108	0.026
Si	31.141	10.421	26.52	0.076	0.09	-0.018
Si	32.666	12.229	24.573	0.031	0.052	-0.036
Si	35.966	-1.711	24.769	-0.152	-0.127	-0.137
Si	41.411	0.96	26.896	-0.021	-0.066	0.003
Si	35.879	4.782	26.121	0.011	-0.176	-0.012
Si	42.238	7.195	24.218	0.098	0.044	0.036
Si	37.244	0.612	25.935	0.05	-0.05	-0.008
Si	38.366	13.084	23.784	0.087	0.02	0.018
Si	42.79	0.266	24.389	0.081	0.024	0.013
Si	49.953	2.884	24.774	-0.001	0.08	-0.084
Si	43.747	4.562	24.491	0.057	-0.131	0.001
Si	43.175	9.771	24.716	-0.015	0.16	-0.156
Si	43.913	6.811	28.566	-0.008	0.069	0.009
Si	43.429	13.742	23.697	0.057	-0.053	-0.079
Si	45.497	0.015	25.943	-0.053	-0.007	-0.17
Si	50.455	2.991	30.668	0.018	-0.007	0.131
Si	50.647	7.258	26.537	-0.046	0.14	-0.082
Si	52.733	2.206	24.539	-0.047	0.101	0.051
Si	45.619	5.119	26.523	0.062	0.132	0.1
Si	50.509	-1.606	24.85	0.097	0.023	-0.078
Si	55.832	13.482	24.65	0.151	0.018	-0.075
Si	55.238	1.539	28.606	0.028	0.042	0.158
Si	47.673	10.971	24.585	0.022	0.107	-0.139
Si	55.955	6.879	25.851	0.081	-0.063	-0.075
Si	52.241	9.24	28.55	0.067	-0.201	-0.007
Si	58.695	13.433	26.01	-0.221	0.021	-0.061
Si	58.702	3.914	25.663	-0.053	0.007	0.08
Si	57.464	0.348	23.751	0.038	-0.074	-0.036
Si	58.805	6.831	24.704	-0.227	-0.194	-0.077
Si	61.11	2.821	26.696	0.131	0.086	-0.056
Si	54.008	8.148	23.884	-0.015	0.039	-0.004
Si	61.654	8.473	30.23	0.032	0.051	0.194
Si	58.558	10.384	26.308	0.028	-0.008	-0.045
Si	65.234	2.991	23.673	-0.026	0.008	-0.103
Si	67.381	4.955	28.521	-0.105	0.022	0.051
Si	66.741	13.317	28.888	0.02	0.021	0.066
Si	62.287	10.034	24.244	-0.061	-0.007	-0.048
Si	63.729	12.682	24.264	0.07	-0.068	-0.073
Si	67.432	-1.465	26.658	-0.006	0.035	-0.048
Si	9.556	1.98	27.039	-0.092	-0.07	0.091
Si	62.741	4.909	23.828	-0.005	-0.03	-0.098
Si	3.031	7.37	26.835	0.002	0.056	-0.062
Si	6.452	8.508	29.339	-0.106	0.012	-0.001
Si	4.891	7.471	24.347	0.007	-0.058	-0.082
Si	4.797	13.902	23.642	0.01	0.042	-0.127
Si	8.931	8.626	26.225	0.117	0.175	0.009
Si	7.987	4.197	26.2	-0.221	-0.101	-0.064
Si	3.994	11.931	29.899	0.052	-0.063	0.214
Si	6.453	11.305	28.322	-0.037	-0.027	-0.004
Si	12.444	-0.798	30.094	0.036	-0.272	-0.025
Si	10.469	-0.574	25.828	-0.001	0.03	0.003
Si	15.74	9.467	25.872	0.066	-0.153	0.016
Si	11.677	7.479	25.956	0.069	-0.106	0.019
Si	16.95	10.945	30.714	-0.119	0.07	-0.001
Si	17.348	12.11	25.931	-0.011	0.026	-0.124
Si	14.967	1.165	30.325	0.078	0.107	0.009
Si	20.285	-0.028	24.56	0.019	0.034	-0.073
Si	21.472	13.421	28.682	-0.026	-0.002	0.015
Si	17.279	7.234	26.977	-0.095	-0.092	0.03
Si	21.016	8.229	23.968	-0.03	0.045	0.06
Si	19.734	8.488	28.167	-0.061	-0.018	-0.105
Si	18.912	11.535	28.523	0.126	-0.049	0.074
Si	25.324	-0.292	26.303	0.042	0.057	-0.005
Si	23.957	5.608	31.045	0.111	0.069	0.117
Si	27.466	8.672	23.863	-0.09	-0.001	0.024
Si	29.85	8.238	25.397	0.023	-0.023	-0.102
Si	35.037	11.008	25.785	-0.119	0.107	-0.062
Si	23.152	-1.813	30.587	-0.046	-0.006	0.129
Si	28.254	12.455	29.6	0.043	0.009	0.095
Si	39.297	-0.949	27.832	-0.11	-0.113	-0.11
Si	26.588	11.461	27.36	0.013	0.039	-0.007
Si	37.171	6.98	24.795	-0.003	0.01	-0.089
Si	36.391	4.648	29.104	0.077	0.011	0.057
Si	32.628	-0.902	28.417	-0.076	0.053	0.066
Si	33.968	13.488	26.783	0.017	-0.025	-0.014
Si	39.949	6.363	25.867	0.057	0.084	0.051
Si	37.659	2.96	24.171	0.141	0.082	-0.102
Si	40.656	10.627	28.955	0.071	-0.046	-0.029
Si	40.026	10.569	24.475	0.041	0.015	-0.161
Si	34.34	1.149	26.784	-0.013	-0.043	-0.209
Si	41.665	3.858	29.472	0.008	-0.013	0.018
Si	43.347	5.824	31.294	0.035	0.051	0.179
Si	40.785	7.443	28.601	-0.008	0.055	0.129
Si	40.216	11.733	31.597	-0.018	0.014	0.184
Si	44.088	13.662	26.686	-0.075	-0.008	-0.033
Si	45.319	11.082	26.493	0.097	-0.057	-0.05
Si	48.315	0.596	24.728	-0.121	-0.031	-0.02
Si	53.549	-0.821	29.182	0.057	-0.111	0.13
Si	47.954	6.397	27.734	-0.002	-0.034	0.015
Si	56.553	6.597	28.949	0.049	-0.075	-0.041
Si	46.088	8.79	28.352	-0.038	-0.03	0.02
Si	48.914	8.303	24.024	0.013	-0.083	-0.009
Si	45.821	2.454	27.769	-0.028	0.014	0.078
Si	51.853	4.594	26.094	0.011	-0.143	-0.076
Si	52.986	3.763	28.926	0.067	-0.003	0.056
Si	52.765	10.875	24.447	-0.116	0.096	-0.161
Si	53.218	14.364	26.322	-0.077	-0.07	-0.059
Si	58.553	13.241	29.076	0.043	-0.118	-0.101
Si	63.001	2.079	30.227	0.064	0.042	-0.035
Si	67.409	6.069	31.322	-0.003	-0.107	0.162
Si	55.21	1.32	25.663	0.072	0	-0.128
Si	58.573	8.465	30.353	0.075	-0.05	0.143
Si	54.459	9.937	30.28	-0.141	0.035	0.163
Si	59.047	11.34	31.033	0.169	-0.104	0.015
Si	63.847	-0.814	23.564	0.199	0.013	-0.215
Si	60.839	8.37	26.229	-0.01	-0.029	0.161
Si	62.164	5.684	26.823	0.028	0.003	-0.042
Si	65.851	9.348	26.403	-0.024	0.057	0.065
Si	57.311	11.062	23.783	0.027	-0.001	0.009
Si	66.785	1.183	25.665	0.094	-0.014	-0.069
Si	2.805	0.725	31.035	-0.084	0.117	0.062
Si	5.724	-0.047	30.251	0.117	0.033	0.069
Si	62.769	-0.744	28.868	-0.027	0.041	0.033
Si	6.843	2.088	31.714	-0.137	0.107	0.138
Si	2.644	2.016	28.39	-0.087	-0.044	0.094
Si	6.604	12.443	25.491	0.087	-0.003	0.024
Si	4.785	0.004	27.533	-0.094	-0.158	0.116
Si	12.663	4.083	30.151	-0.066	0.097	0.013
Si	11.195	6.478	28.931	0.009	0.069	-0.025
Si	8.413	8.737	31.496	0.018	-0.076	0
Si	3.735	8.885	29.27	0.078	0.066	0.035
Si	8.567	0.217	23.652	-0.035	-0.035	-0.047
Si	10.294	11.1	31.135	0.001	0.071	-0.127
Si	18.096	4.231	30.38	0.042	-0.062	0.047
Si	11.725	1.454	28.866	-0.023	-0.093	-0.213
Si	13.424	5.692	23.992	0.012	-0.092	-0.122
Si	13.321	7.87	30.764	-0.004	-0.107	0.11
Si	15.335	-1.783	25.519	0	-0.082	-0.016
Si	16.294	-0.819	31.724	-0.076	-0.186	-0.017
Si	20.425	2.335	30.191	0.036	0.002	0.097
Si	15.338	3.785	28.952	0.106	-0.086	0.096
Si	27.297	7.402	29.113	-0.038	-0.007	0.092
Si	20.13	6.544	30.347	0.129	-0.12	0.083
Si	24.162	8.699	31.183	0.115	-0.046	0.07
Si	26.561	1.119	30.676	0	0.042	-0.087
Si	24.39	13.567	28.142	-0.116	0.066	-0.014
Si	22.205	4.583	29.041	-0.106	-0.031	0.029
Si	27.057	5.582	31.462	0.041	0.038	0.083
Si	25.026	8.9	28.256	-0.127	0.066	-0.038
Si	28.512	9.826	30.639	0.103	0.011	-0.005
Si	33.024	11.424	31.384	-0.025	-0.013	0.167
Si	28.747	1.975	28.862	-0.098	0.168	0.015
Si	33.085	3.753	26.76	-0.128	-0.044	-0.009
Si	32.943	0.512	31.205	-0.017	0.042	0.077
Si	35.126	2.742	31.193	-0.097	0.031	0.151
Si	30.159	0.041	26.869	0.136	-0.023	-0.058
Si	36.003	11.449	30.974	-0.031	-0.085	-0.015
Si	39.773	-2.006	30.462	0.049	0.091	0.029
Si	29.82	6.756	27.856	0.089	0.014	0.081
Si	31.51	6.625	30.344	-0.14	0.01	0.018
Si	37.697	10.22	28.92	-0.091	-0.041	0.088
Si	34.372	7.08	29.242	0.023	0.127	-0.018
Si	37.614	9.821	25.962	0.067	0.169	0.055
Si	43.862	0.586	31.531	0.101	-0.029	0.151
Si	39.278	5.306	30.289	-0.018	0.041	0.126
Si	36.534	8.581	30.872	-0.004	-0.18	0.176
Si	33.538	8.45	26.537	-0.079	0.131	-0.003
Si	41.374	13.423	28.153	-0.084	-0.086	0.021
Si	43.321	1.527	29.007	0.074	0.011	0.016
Si	46.209	2.67	31.786	0.05	-0.126	-0.081
Si	41.66	3.83	26.504	0.042	0.033	-0.022
Si	56.036	4.007	24.522	0.056	0.095	-0.147
Si	46.507	8.81	31.485	0.032	-0.038	0.088
Si	50.457	11.405	29.171	-0.004	0.044	0.07
Si	50.169	11.867	26.029	0.164	-0.034	-0.128
Si	60.155	-0.702	24.605	-0.024	-0.041	-0.237
Si	47.661	3.948	29.554	-0.042	-0.011	-0.036
Si	53.719	11.604	26.995	0.043	-0.002	0.028
Si	48.747	11.006	31.467	-0.015	-0.034	-0.033
Si	54.53	5.694	30.962	-0.046	-0.096	0.259
Si	52.889	12.758	30.534	-0.028	0.037	0.05
Si	57.621	3.597	28.678	-0.079	-0.091	-0.113
Si	60.093	2.118	29.46	0.055	0.067	-0.011
Si	62.863	5.983	31.182	-0.112	-0.082	0.129
Si	51.519	0.355	31.108	0.084	-0.14	0.213
Si	56.373	11.274	28.385	0.053	0.052	0.03
Si	60.046	-0.766	30.136	0.136	-0.095	0.053
Si	6.985	1.484	26.057	0.014	0.108	0.079
Si	64.237	4.582	28.881	-0.141	-0.049	-0.019
Si	66.377	8.578	30.75	-0.048	0.011	0.041
Si	64.093	9.943	29.046	0.06	0.015	-0.022
Si	64.165	12.955	30.094	-0.057	-0.03	0.044
Si	1.334	14.968	5.328	-0.017	-0.007	-0.018
Si	4.067	1.371	5.311	-0.002	-0.012	-0.004
Si	1.342	4.027	5.374	-0.004	-0.023	-0.01
Si	4.104	6.79	5.37	0.002	-0.015	0.01
Si	1.362	9.583	5.42	0.01	-0.037	0.002
Si	4.084	12.274	5.255	-0.004	-0.016	-0.011
Si	6.819	14.955	5.21	-0.003	-0.023	-0.007
Si	9.536	1.359	5.197	-0.013	-0.003	-0.01
Si	6.803	4.076	5.278	-0.003	-0.041	-0.005
Si	9.481	6.823	5.242	-0.004	0.017	-0.014
Si	6.797	9.533	5.249	-0.002	-0.028	-0.02
Si	9.534	12.284	5.228	-0.019	0.005	-0.004
Si	12.204	14.974	5.269	-0.002	0.019	-0.017
Si	14.921	1.383	5.336	0.008	0.022	-0.006
Si	12.234	4.054	5.243	0.001	-0.006	-0.009
Si	14.944	6.791	5.322	0.012	0.009	-0.003
Si	12.221	9.574	5.253	0.035	0.026	-0.011
Si	14.943	12.221	5.367	0.021	0.003	0.018
Si	17.714	14.99	5.437	-0.004	-0.001	0.022
Si	20.424	1.402	5.508	0.004	0.019	-0.005
Si	17.679	4.136	5.44	-0.015	0.01	0.001
Si	20.404	6.857	5.427	-0.006	0.024	-0.016
Si	17.67	9.507	5.401	0.006	0.011	-0.007
Si	20.398	12.274	5.52	-0.001	0.027	0.002
Si	23.166	15.017	5.592	-0.009	0.02	0.007
Si	25.859	1.404	5.596	-0.015	-0.002	-0.003
Si	23.137	4.162	5.516	-0.003	0.008	-0.006
Si	25.872	6.838	5.53	0.004	0.002	-0.01
Si	23.135	9.604	5.49	0.004	0.007	-0.003
Si	25.815	12.242	5.544	-0.017	-0.004	0
Si	28.595	14.985	5.592	-0.015	-0.014	-0.003
Si	31.309	1.381	5.561	-0.006	-0.015	-0.013
Si	28.578	4.147	5.578	-0.005	0.001	-0.007
Si	31.295	6.812	5.548	0.004	-0.002	-0.017
Si	28.581	9.53	5.541	-0.007	0.011	-0.008
Si	31.289	12.232	5.57	0.022	0.006	-0.012
Si	34.014	14.961	5.61	0.005	0.012	-0.001
Si	36.752	1.361	5.579	0.006	-0.009	-0.013
Si	33.999	4.08	5.558	-0.023	-0.012	-0.014
Si	36.711	6.77	5.585	0	0.016	-0.024
Si	33.993	9.519	5.541	-0.007	0.006	-0.013
Si	36.71	12.214	5.576	-0.004	0.001	-0.017
Si	39.449	14.934	5.579	0.003	0.01	-0.02
Si	42.173	1.296	5.53	0.013	0.018	-0.019
Si	39.45	4.033	5.542	0.011	-0.004	-0.014
Si	42.166	6.731	5.55	0.009	-0.017	-0.003
Si	39.441	9.432	5.627	-0.009	0.016	-0.012
Si	42.237	12.181	5.615	0.017	0.006	0.008
Si	44.895	14.859	5.521	0.006	-0.015	-0.004
Si	47.586	1.304	5.52	-0.012	-0.015	0.001
Si	44.899	4.018	5.497	0.021	0.004	-0.017
Si	47.646	6.757	5.446	0.012	-0.025	-0.002
Si	44.905	9.446	5.491	0.006	-0.008	-0.005
Si	47.596	12.151	5.47	0.005	-0.002	0.004
Si	50.309	14.884	5.487	-0.007	-0.017	0.017
Si	53.038	1.343	5.442	-0.025	-0.025	0.015
Si	50.304	4.088	5.483	-0.008	-0.013	0.011
Si	53.027	6.83	5.382	-0.007	0.012	-0.016
Si	50.338	9.435	5.371	0.019	-0.025	-0.014
Si	53.063	12.172	5.386	0.021	-0.008	0.009
Si	55.762	14.959	5.367	-0.002	-0.024	0.004
Si	58.488	1.384	5.32	0.003	0.015	-0.025
Si	55.746	4.12	5.363	-0.003	-0.022	-0.001
Si	58.44	6.845	5.376	0.001	0.03	-0.014
Si	55.702	9.59	5.382	-0.019	0.01	-0.003
Si	58.411	12.36	5.342	-0.014	0.01	-0.015
Si	61.138	15.043	5.267	-0.001	0.011	-0.024
Si	63.867	1.372	5.303	-0.016	-0.004	-0.012
Si	61.187	4.049	5.382	0.045	0.024	-0.006
Si	63.872	6.844	5.447	0.002	0.018	0.001
Si	61.151	9.578	5.382	0.019	0.002	-0.005
Si	63.828	12.351	5.38	-0.04	-0.002	0
Si	2.699	0.021	6.67	0.006	-0.004	0.002
Si	5.439	2.735	6.653	-0.012	0.016	0.008
Si	2.709	5.431	6.696	0.009	0.01	-0.01
Si	5.466	8.189	6.671	-0.001	-0.007	-0.01
Si	2.742	10.956	6.701	-0.013	0.011	-0.003
Si	5.459	13.621	6.614	0.019	-0.003	-0.009
Si	8.167	0.013	6.583	-0.008	0.01	-0.01
Si	10.878	2.705	6.615	0.012	-0.002	-0.004
Si	8.149	5.463	6.633	-0.015	0.023	0
Si	10.862	8.188	6.606	-0.023	-0.003	-0.003
Si	8.168	10.908	6.595	0.003	0.011	-0.005
Si	10.862	13.625	6.644	0.009	-0.009	0.005
Si	13.573	0	6.67	-0.007	-0.001	-0.005
Si	16.297	2.736	6.73	0.006	-0.002	-0.011
Si	13.575	5.427	6.654	0.004	-0.005	-0.008
Si	16.309	8.135	6.732	0.014	-0.018	-0.01
Si	13.577	10.871	6.7	0.018	-0.005	0.006
Si	16.315	13.603	6.733	-0.007	-0.015	-0.011
Si	19.058	0.021	6.83	0.001	-0.013	-0.013
Si	21.78	2.774	6.859	-0.003	-0.004	-0.007
Si	19.046	5.494	6.796	-0.003	-0.019	-0.003
Si	21.765	8.207	6.812	0.003	-0.01	-0.019
Si	19.015	10.88	6.802	-0.01	-0.002	-0.011
Si	21.77	13.63	6.881	0.016	-0.01	-0.001
Si	24.509	0.046	6.951	0.012	-0.017	0.005
Si	27.223	2.77	6.926	-0.002	-0.002	-0.005
Si	24.5	5.491	6.888	-0.004	-0.004	-0.001
Si	27.22	8.183	6.904	0.014	-0.025	0
Si	24.473	10.907	6.916	0.01	0.014	0.007
Si	27.192	13.615	6.896	-0.008	0.012	-0.016
Si	29.955	0.022	6.934	0.014	-0.013	-0.009
Si	32.653	2.73	6.929	0.013	0.01	0.006
Si	29.946	5.474	6.933	0	-0.002	0.006
Si	32.642	8.168	6.91	-0.014	0.007	0.004
Si	29.923	10.881	6.917	0.012	-0.001	0
Si	32.645	13.589	6.933	0.004	-0.002	-0.005
Si	35.39	0	6.933	-0.012	0.005	0.003
Si	38.111	2.699	6.934	-0.011	0.003	-0.001
Si	35.354	5.418	6.932	-0.005	0.001	0.012
Si	38.08	8.09	6.964	0.024	-0.015	0.01
Si	35.352	10.858	6.923	-0.005	0.002	-0.006
Si	38.094	13.563	6.92	0.005	-0.002	-0.008
Si	40.825	-0.037	6.92	-0.004	-0.008	-0.004
Si	43.543	2.664	6.87	0	0.003	-0.008
Si	40.811	5.381	6.907	0	0.009	-0.006
Si	43.544	8.106	6.871	-0.006	0.006	-0.009
Si	40.828	10.823	6.925	0.001	0.01	-0.014
Si	43.572	13.548	6.948	-0.022	-0.002	0.008
Si	46.237	-0.068	6.867	-0.006	0.026	-0.004
Si	48.958	2.692	6.834	-0.005	0.026	-0.01
Si	46.272	5.399	6.821	-0.014	0.009	-0.01
Si	48.992	8.119	6.801	-0.008	0.011	-0.006
Si	46.252	10.811	6.857	-0.01	0.016	-0.01
Si	48.946	13.527	6.832	0.005	0.02	0.002
Si	51.667	-0.023	6.797	0.001	0.011	-0.012
Si	54.403	2.739	6.749	0.012	-0.002	-0.007
Si	51.692	5.456	6.784	-0.005	-0.012	-0.002
Si	54.36	8.202	6.747	-0.005	0.029	-0.002
Si	51.68	10.82	6.744	0.019	0.008	-0.01
Si	54.401	13.58	6.73	0.006	-0.016	-0.014
Si	57.114	0.028	6.699	0.007	0	-0.011
Si	59.816	2.714	6.733	0.033	-0.029	0.007
Si	57.085	5.476	6.737	-0.007	0.006	-0.007
Si	59.794	8.203	6.733	0.017	-0.003	0.003
Si	57.082	10.952	6.713	-0.014	0.009	-0.012
Si	59.802	13.689	6.683	-0.001	-0.014	-0.001
Si	62.505	0.033	6.675	0.003	0.008	0
Si	65.225	2.705	6.707	-0.003	0.022	-0.008
Si	62.507	5.449	6.747	-0.001	0.009	0
Si	65.274	8.201	6.75	-0.011	0.001	-0.002
Si	62.507	10.943	6.728	0.005	0.016	0.003
Si	65.243	13.656	6.717	0.011	0.002	0.005
Si	1.329	1.361	8.046	-0.018	-0.018	0.011
Si	4.084	4.086	8.035	-0.004	-0.003	0.001
Si	1.355	6.809	8.059	-0.015	-0.002	-0.003
Si	4.09	9.552	8.024	-0.005	0.002	0.003
Si	1.343	12.29	8.05	0.005	-0.008	-0.007
Si	4.088	14.978	7.995	0	0	-0.008
Si	6.816	1.368	7.981	0.011	0.007	-0.005
Si	9.53	4.097	7.978	0.009	0.008	-0.003
Si	6.811	6.821	8.022	0.01	0.004	0.014
Si	9.519	9.553	7.983	-0.008	0	-0.002
Si	6.808	12.259	7.98	-0.024	-0.011	0.006
Si	9.507	14.992	7.994	-0.008	-0.019	0.005
Si	12.229	1.375	8.023	-0.013	-0.002	0.01
Si	14.946	4.111	8.069	-0.008	0.006	0.004
Si	12.227	6.827	7.994	0.026	0.011	-0.006
Si	14.956	9.526	8.071	-0.01	0.012	-0.003
Si	12.232	12.274	8.025	0	0.005	0.008
Si	14.95	14.985	8.062	0.01	0.018	0.001
Si	17.671	1.4	8.127	-0.007	-0.01	0.006
Si	20.399	4.133	8.181	0.008	0.003	-0.001
Si	17.679	6.834	8.143	-0.004	0.018	0.016
Si	20.399	9.551	8.177	-0.003	-0.003	0.007
Si	17.667	12.261	8.137	-0.003	0.016	0.001
Si	20.408	14.993	8.217	-0.002	0.012	0.008
Si	23.123	1.416	8.252	0.01	0.005	0.004
Si	25.845	4.122	8.263	0.009	0	-0.002
Si	23.116	6.852	8.208	0.004	0.004	0
Si	25.845	9.538	8.253	-0.02	0	-0.001
Si	23.122	12.278	8.256	-0.003	0	0.012
Si	25.858	14.978	8.279	-0.019	0.006	0.004
Si	28.576	1.385	8.273	-0.01	0.005	-0.006
Si	31.289	4.091	8.28	-0.013	-0.009	0.001
Si	28.57	6.828	8.274	0.009	0.027	-0.003
Si	31.28	9.519	8.271	0.011	0.008	0.001
Si	28.555	12.253	8.254	-0.008	-0.003	-0.005
Si	31.297	14.963	8.282	0.004	0.007	0.006
Si	34.021	1.363	8.273	-0.005	-0.001	-0.005
Si	36.735	4.058	8.273	0.006	-0.001	0
Si	33.997	6.798	8.269	-0.001	-0.008	-0.005
Si	36.723	9.494	8.275	0.008	0.014	-0.01
Si	34.004	12.223	8.279	-0.002	-0.005	0.006
Si	36.744	14.938	8.269	0.009	0	-0.001
Si	39.474	1.329	8.273	0.015	0.013	0.001
Si	42.194	4.026	8.239	-0.004	0.011	0
Si	39.462	6.735	8.285	-0.024	-0.014	0.006
Si	42.194	9.457	8.255	-0.003	-0.011	-0.001
Si	39.469	12.202	8.264	0.01	0.013	-0.007
Si	42.187	14.915	8.269	0.012	-0.012	0.004
Si	44.887	1.297	8.23	-0.015	-0.031	-0.001
Si	47.601	4.036	8.2	-0.004	-0.036	0.003
Si	44.919	6.749	8.206	0.008	0.009	-0.001
Si	47.63	9.461	8.19	0.008	0.005	0.007
Si	44.927	12.169	8.261	0.005	0.004	0.014
Si	47.612	14.901	8.208	0.007	-0.02	0.003
Si	50.321	1.332	8.176	0.008	-0.006	0.001
Si	53.036	4.077	8.13	-0.004	-0.006	0.008
Si	50.326	6.77	8.176	0.013	0.006	0.019
Si	53.013	9.505	8.151	-0.012	-0.024	0.024
Si	50.33	12.171	8.148	-0.015	-0.007	-0.003
Si	53.037	14.927	8.117	-0.007	0.004	-0.002
Si	55.753	1.367	8.091	0.004	0.018	0.001
Si	58.446	4.095	8.075	-0.007	0.002	-0.01
Si	55.718	6.825	8.098	-0.002	-0.013	0.001
Si	58.427	9.567	8.074	-0.007	-0.007	0
Si	55.734	12.253	8.122	0.009	0	0.02
Si	58.454	15.006	8.082	0.018	0.016	0.015
Si	61.174	1.372	8.084	0.002	0.014	0.019
Si	63.891	4.093	8.072	0.018	-0.003	0.003
Si	61.145	6.826	8.084	-0.004	-0.002	-0.007
Si	63.888	9.575	8.067	0.009	0	-0.008
Si	61.132	12.3	8.06	-0.009	-0.018	0.003
Si	63.867	15.007	8.054	0.005	-0.022	0.003
Si	65.241	0.027	9.413	-0.01	0.014	0.007
Si	2.7	2.738	9.384	-0.002	0.022	0.002
Si	65.256	5.462	9.411	0.003	0.002	-0.001
Si	2.715	8.195	9.385	0.002	-0.007	0.002
Si	65.259	10.928	9.41	0.009	-0.012	0.008
Si	2.715	13.648	9.384	-0.01	0.003	0.004
Si	5.442	0.027	9.354	0.005	-0.003	0
Si	8.167	2.743	9.347	-0.014	-0.011	-0.003
Si	5.436	5.469	9.377	-0.016	0.007	0.004
Si	8.169	8.197	9.364	-0.003	-0.011	0.005
Si	5.447	10.919	9.369	0.015	-0.005	0.001
Si	8.152	13.628	9.353	-0.001	0.009	0.001
Si	10.873	0.017	9.377	-0.005	0.008	0.006
Si	13.59	2.736	9.405	0.006	-0.014	0.002
Si	10.88	5.463	9.362	-0.017	-0.001	-0.001
Si	13.591	8.163	9.405	0.014	-0.016	0.004
Si	10.873	10.907	9.371	0.003	0.001	0.001
Si	13.596	13.618	9.413	-0.004	-0.018	0.003
Si	16.315	0.016	9.454	0	0	-0.007
Si	19.041	2.747	9.514	-0.005	0.003	-0.006
Si	16.316	5.452	9.464	0.007	-0.012	0.004
Si	19.044	8.184	9.525	-0.003	-0.009	0
Si	16.31	10.885	9.47	0.001	-0.005	0.004
Si	19.036	13.608	9.529	0.001	-0.008	-0.002
Si	21.77	0.029	9.588	-0.007	0.001	0.002
Si	24.487	2.758	9.618	-0.01	-0.006	0.002
Si	21.762	5.478	9.56	-0.003	-0.011	-0.002
Si	24.477	8.181	9.598	0.002	-0.007	0.004
Si	21.754	10.896	9.573	0.008	0.005	0.001
Si	24.486	13.625	9.626	0.011	-0.003	0.006
Si	27.214	0.023	9.629	0.008	-0.021	0.001
Si	29.928	2.737	9.636	0.016	0.003	0.012
Si	27.206	5.467	9.623	-0.001	-0.005	0.004
Si	29.92	8.177	9.637	-0.006	-0.009	0.004
Si	27.201	10.897	9.617	0	0.002	0.001
Si	29.918	13.606	9.617	-0.003	0.005	-0.004
Si	32.662	0.003	9.623	0.012	-0.008	0.007
Si	35.383	2.704	9.633	-0.007	0.001	0.009
Si	32.644	5.446	9.636	0.007	0.002	0.011
Si	35.365	8.139	9.629	-0.012	-0.004	0.007
Si	32.642	10.868	9.627	-0.013	-0.005	0.002
Si	35.379	13.583	9.616	0.006	0.001	0.001
Si	38.117	-0.036	9.62	-0.007	-0.012	0
Si	40.842	2.683	9.616	0.002	-0.007	0.012
Si	38.099	5.396	9.639	0.014	-0.001	0.015
Si	40.833	8.108	9.614	0.01	0.005	0.003
Si	38.104	10.847	9.614	-0.002	-0.001	0
Si	40.831	13.554	9.623	-0.013	0.001	0.006
Si	43.548	-0.046	9.617	-0.015	0.027	0.009
Si	46.253	2.67	9.568	-0.005	0.025	-0.002
Si	43.559	5.396	9.577	0	-0.003	-0.003
Si	46.267	8.113	9.568	-0.003	-0.003	-0.002
Si	43.552	10.82	9.611	-0.003	0.011	0.005
Si	46.273	13.551	9.6	0	0	0.012
Si	48.967	-0.035	9.544	-0.012	0.01	-0.003
Si	51.676	2.714	9.509	-0.005	-0.003	-0.003
Si	48.963	5.405	9.541	-0.002	0.002	-0.006
Si	51.669	8.141	9.528	-0.001	0.022	0.006
Si	48.974	10.836	9.544	0.01	0.005	-0.003
Si	51.676	13.567	9.491	0.009	-0.002	-0.012
Si	54.384	0	9.456	0.006	-0.013	-0.011
Si	57.093	2.738	9.452	0.003	-0.012	-0.003
Si	54.379	5.453	9.482	0.002	0.007	-0.004
Si	57.076	8.191	9.446	-0.008	0.013	-0.005
Si	54.375	10.882	9.484	-0.006	0.013	-0.002
Si	57.098	13.633	9.446	0.005	-0.006	-0.007
Si	59.808	0.029	9.45	0.007	-0.006	0.009
Si	62.526	2.745	9.432	0.001	-0.007	0.007
Si	59.79	5.463	9.439	0.003	0.012	0.007
Si	62.523	8.198	9.412	0.01	0	-0.001
Si	59.79	10.924	9.428	-0.004	0.012	0.001
Si	62.512	13.639	9.415	0.008	0.006	0.001
Si	1.336	14.989	10.751	0.002	-0.009	0
Si	4.071	1.38	10.725	-0.003	-0.003	-0.004
Si	1.344	4.104	10.751	-0.006	-0.005	0.004
Si	4.068	6.829	10.737	0.011	-0.001	0.007
Si	1.34	9.551	10.744	-0.01	-0.012	0
Si	4.071	12.274	10.729	0.002	-0.013	-0.004
Si	6.795	14.989	10.72	-0.007	-0.01	0.001
Si	9.523	1.393	10.727	0.007	-0.003	-0.002
Si	6.801	4.102	10.716	0.008	0.011	-0.003
Si	9.527	6.835	10.723	0.001	0.015	0
Si	6.8	9.555	10.724	-0.003	-0.001	0.001
Si	9.516	12.279	10.724	-0.014	-0.005	-0.001
Si	12.239	14.992	10.759	0	0.012	0.004
Si	14.962	1.396	10.79	-0.001	0.008	0
Si	12.244	4.118	10.751	0.013	0.006	-0.003
Si	14.963	6.833	10.801	-0.002	0.005	0.002
Si	12.24	9.555	10.744	-0.006	0.01	-0.005
Si	14.958	12.272	10.804	0.003	0.01	-0.001
Si	17.677	14.994	10.852	-0.009	0.011	-0.001
Si	20.401	1.401	10.913	0.006	-0.011	0
Si	17.686	4.115	10.855	-0.005	-0.003	0.005
Si	20.404	6.837	10.913	-0.004	0.009	0.004
Si	17.688	9.555	10.864	0.015	0.009	0.001
Si	20.401	12.265	10.92	-0.007	-0.001	0.007
Si	23.128	14.994	10.971	0.006	0.003	0.004
Si	25.842	1.384	10.977	-0.004	0.013	-0.002
Si	23.115	4.125	10.949	0.005	0.011	-0.001
Si	25.834	6.822	10.969	0.002	-0.002	-0.004
Si	23.119	9.544	10.948	0.002	0.004	-0.003
Si	25.847	12.257	10.979	-0.01	0.006	0.001
Si	28.568	14.971	10.979	-0.002	0.008	0.004
Si	31.295	1.364	10.972	0	-0.005	-0.01
Si	28.559	4.102	10.984	-0.015	-0.003	-0.006
Si	31.272	6.805	10.986	-0.013	0.018	-0.003
Si	28.555	9.539	10.985	0.008	0.005	0.005
Si	31.277	12.235	10.964	0.015	-0.01	-0.002
Si	34.024	14.953	10.963	-0.005	0.006	-0.002
Si	36.754	1.327	10.964	0.012	-0.005	0
Si	34.016	4.075	10.973	0	0.004	-0.006
Si	36.737	6.773	10.974	0.006	-0.003	-0.007
Si	34	9.5	10.977	0.005	0.013	-0.006
Si	36.747	12.218	10.96	0	0.005	-0.007
Si	39.476	14.922	10.976	0.004	0.008	0.005
Si	42.195	1.319	10.971	0.001	0	0.004
Si	39.48	4.038	10.973	-0.01	-0.001	-0.003
Si	42.206	6.748	10.953	-0.003	-0.002	-0.002
Si	39.474	9.483	10.96	-0.004	0.007	-0.003
Si	42.198	12.189	10.97	-0.001	-0.011	0
Si	44.916	14.914	10.965	-0.006	-0.017	-0.002
Si	47.611	1.312	10.925	0.003	-0.014	-0.001
Si	44.907	4.031	10.937	-0.008	-0.019	0.001
Si	47.608	6.745	10.927	0.001	-0.003	0.005
Si	44.914	9.459	10.957	-0.001	0.001	0.002
Si	47.63	12.184	10.938	0.012	0.01	0.005
Si	50.324	14.915	10.883	0	0	-0.003
Si	53.025	1.339	10.849	0.001	0.006	-0.002
Si	50.314	4.048	10.9	-0.005	-0.01	0.007
Si	53.02	6.78	10.878	-0.015	-0.012	0.016
Si	50.315	9.481	10.908	-0.001	-0.017	0.014
Si	53.023	12.222	10.863	0.006	-0.015	0.01
Si	55.734	14.969	10.819	0.012	0.003	0.004
Si	58.447	1.383	10.812	0.016	0	0.01
Si	55.732	4.083	10.828	0.006	-0.003	0.001
Si	58.431	6.823	10.799	-0.01	-0.01	-0.005
Si	55.721	9.518	10.84	-0.006	-0.001	0.013
Si	58.437	12.266	10.806	-0.013	0	0.007
Si	61.162	14.985	10.797	-0.006	-0.007	0.006
Si	63.887	1.385	10.779	0.015	0.005	0.003
Si	61.158	4.106	10.786	0.004	0.001	0
Si	63.885	6.83	10.757	0.007	0.003	-0.002
Si	61.159	9.555	10.771	-0.002	-0.009	-0.01
Si	63.878	12.275	10.763	0.002	0.003	-0.005
Si	2.699	0.036	12.093	-0.009	0.007	-0.002
Si	5.425	2.756	12.078	-0.004	-0.005	-0.007
Si	2.698	5.477	12.101	0.001	0.01	0.002
Si	5.424	8.204	12.08	0.002	0	-0.002
Si	2.697	10.921	12.092	0.006	0.006	0.001
Si	5.425	13.641	12.084	0.005	0.015	-0.002
Si	8.157	0.034	12.078	-0.006	0.009	-0.012
Si	10.888	2.749	12.097	-0.023	-0.005	0.001
Si	8.154	5.477	12.069	-0.004	-0.01	0
Si	10.881	8.198	12.097	0.007	-0.013	0.001
Si	8.154	10.922	12.08	0.003	0.001	-0.008
Si	10.871	13.632	12.105	0.001	-0.024	-0.004
Si	13.613	0.024	12.131	0.002	0.008	-0.009
Si	16.324	2.741	12.184	0.001	-0.018	-0.007
Si	13.606	5.466	12.141	0.01	-0.008	0.006
Si	16.332	8.176	12.196	0	0.002	-0.001
Si	13.595	10.903	12.138	0	-0.011	-0.001
Si	16.326	13.619	12.194	0.009	-0.006	-0.001
Si	19.042	0.017	12.243	-0.006	-0.008	-0.006
Si	21.769	2.746	12.299	0	0.012	-0.004
Si	19.048	5.459	12.25	0.001	-0.014	-0.005
Si	21.765	8.179	12.304	0.008	-0.009	-0.003
Si	19.051	10.892	12.267	-0.007	0.002	0.001
Si	21.768	13.61	12.305	-0.004	-0.003	0.001
Si	24.493	0.023	12.349	0.007	-0.002	0.007
Si	27.196	2.745	12.338	0.011	-0.008	0.002
Si	24.473	5.468	12.33	0	-0.013	-0.006
Si	27.193	8.171	12.334	-0.018	-0.007	-0.007
Si	24.488	10.885	12.322	-0.004	-0.005	-0.012
Si	27.212	13.612	12.341	0	-0.007	-0.003
Si	29.934	0.009	12.326	0.008	-0.006	0.006
Si	32.656	2.719	12.325	0.011	0.005	0.003
Si	29.912	5.455	12.351	0.013	-0.003	0.007
Si	32.628	8.16	12.34	0	-0.024	0.005
Si	29.924	10.891	12.339	-0.008	0.01	-0.006
Si	32.652	13.593	12.296	-0.01	-0.003	-0.01
Si	35.395	-0.026	12.32	-0.003	-0.007	0.001
Si	38.123	2.673	12.316	0.005	-0.004	0.001
Si	35.378	5.421	12.332	0	0	0.011
Si	38.115	8.125	12.312	0.008	0.014	0.007
Si	35.381	10.861	12.301	0	-0.001	-0.002
Si	38.11	13.564	12.324	-0.007	-0.007	0
Si	40.842	-0.041	12.328	-0.001	0.005	0.005
Si	43.564	2.678	12.313	-0.003	0.011	-0.007
Si	40.852	5.396	12.318	0.01	0.008	0.001
Si	43.556	8.1	12.325	-0.005	-0.003	-0.005
Si	40.835	10.833	12.327	-0.003	0.001	-0.003
Si	43.558	13.554	12.323	0.002	0.007	0.001
Si	46.274	-0.039	12.322	0.003	0.019	0.006
Si	48.955	2.688	12.276	-0.003	-0.001	-0.004
Si	46.25	5.39	12.305	-0.004	-0.007	-0.005
Si	48.959	8.114	12.273	-0.002	0.018	-0.007
Si	46.269	10.828	12.309	0.005	0.009	-0.002
Si	48.981	13.564	12.28	0	-0.004	-0.004
Si	51.668	-0.022	12.229	-0.008	-0.013	-0.007
Si	54.37	2.718	12.195	-0.003	-0.005	-0.004
Si	51.659	5.421	12.254	0.006	0.017	-0.003
Si	54.369	8.157	12.225	0.004	0.004	-0.005
Si	51.674	10.859	12.243	-0.001	0.021	-0.011
Si	54.384	13.603	12.192	-0.002	0.014	-0.016
Si	57.082	0.019	12.169	-0.007	0.003	-0.009
Si	59.803	2.752	12.16	-0.005	0.005	0
Si	57.083	5.458	12.175	-0.006	0.008	-0.001
Si	59.8	8.193	12.134	0.002	0.005	-0.005
Si	57.078	10.902	12.17	0.014	0.011	-0.011
Si	59.801	13.622	12.155	0.004	-0.005	-0.003
Si	62.52	0.034	12.143	0.005	0.004	0.004
Si	65.256	2.754	12.11	-0.002	0.005	-0.002
Si	62.519	5.48	12.123	0.001	0	-0.001
Si	65.247	8.194	12.101	0.005	0.004	-0.002
Si	62.52	10.911	12.13	-0.001	-0.004	0.002
Si	65.24	13.636	12.109	-0.001	-0.008	0.001
Si	1.337	1.396	13.456	-0.005	-0.003	-0.004
Si	4.058	4.111	13.448	0.005	0	0.006
Si	1.327	6.842	13.457	-0.016	-0.005	0.001
Si	4.055	9.559	13.444	0.003	-0.015	0.002
Si	1.316	12.269	13.452	-0.009	-0.008	-0.005
Si	4.053	14.992	13.444	-0.003	-0.012	0.001
Si	6.792	1.398	13.426	-0.001	-0.007	-0.004
Si	9.52	4.125	13.428	0.004	0.007	-0.005
Si	6.782	6.838	13.422	0.001	0.002	-0.006
Si	9.515	9.571	13.441	-0.017	0.015	-0.001
Si	6.789	12.281	13.433	0.004	-0.015	-0.007
Si	9.513	15.006	13.454	-0.015	0.024	0.006
Si	12.264	1.402	13.467	0.021	-0.012	0.002
Si	14.98	4.126	13.525	0.005	-0.003	-0.005
Si	12.249	6.855	13.469	-0.006	0.015	-0.002
Si	14.972	9.564	13.517	0.003	0.002	-0.001
Si	12.233	12.28	13.477	-0.011	0.016	-0.001
Si	14.972	15.003	13.526	-0.006	0.003	-0.005
Si	17.684	1.397	13.574	-0.006	0.015	-0.009
Si	20.414	4.117	13.643	-0.002	-0.005	0.001
Si	17.693	6.829	13.596	0.002	0.009	0.003
Si	20.412	9.54	13.663	0.006	0.014	-0.001
Si	17.695	12.282	13.59	-0.002	0.009	-0.004
Si	20.403	14.988	13.637	-0.006	0.01	-0.004
Si	23.134	1.403	13.695	-0.006	0.004	0.008
Si	25.83	4.107	13.696	-0.014	0.007	-0.013
Si	23.127	6.835	13.693	0.001	0.007	-0.007
Si	25.84	9.525	13.699	0.002	0.008	-0.008
Si	23.134	12.242	13.676	0.017	-0.005	-0.006
Si	25.864	14.973	13.707	0.007	-0.001	0.012
Si	28.572	1.38	13.674	-0.021	0.007	-0.015
Si	31.288	4.078	13.677	0.003	-0.002	-0.006
Si	28.545	6.821	13.708	-0.006	0.013	-0.002
Si	31.274	9.531	13.704	-0.013	0.01	0.007
Si	28.577	12.254	13.702	0.01	0.006	0.01
Si	31.299	14.947	13.653	0.02	-0.005	-0.015
Si	34.035	1.35	13.655	0	0	-0.009
Si	36.758	4.037	13.652	0.017	-0.015	-0.009
Si	33.991	6.781	13.667	-0.003	0.019	-0.003
Si	36.748	9.499	13.641	-0.012	0.013	-0.01
Si	34.016	12.232	13.636	0.002	0.005	-0.018
Si	36.748	14.923	13.677	0.009	0.014	0.011
Si	39.485	1.324	13.68	-0.014	-0.007	0.004
Si	42.215	4.036	13.674	-0.003	-0.012	-0.014
Si	39.489	6.764	13.659	0.008	-0.01	-0.007
Si	42.189	9.457	13.68	-0.001	0.006	0.001
Si	39.481	12.209	13.676	0	-0.01	0.007
Si	42.21	14.924	13.682	-0.007	-0.007	-0.003
Si	44.915	1.328	13.685	-0.013	0.007	-0.009
Si	47.596	4.026	13.668	-0.003	0.003	-0.003
Si	44.895	6.73	13.695	-0.001	0	-0.001
Si	47.609	9.446	13.662	0.014	-0.017	0
Si	44.918	12.192	13.678	-0.007	-0.004	0.004
Si	47.637	14.911	13.672	0.007	-0.014	0.004
Si	50.308	1.318	13.62	-0.002	-0.002	-0.007
Si	53.013	4.049	13.592	0.006	-0.019	0.005
Si	50.299	6.761	13.641	-0.012	-0.009	0.01
Si	53.008	9.498	13.61	-0.019	0.01	0.015
Si	50.329	12.198	13.633	0.011	-0.017	0.011
Si	53.027	14.937	13.574	0.011	-0.002	-0.006
Si	55.721	1.359	13.546	0.022	-0.007	-0.001
Si	58.444	4.104	13.529	0.011	-0.012	0.008
Si	55.726	6.788	13.565	0.011	-0.02	0.014
Si	58.448	9.547	13.506	-0.026	-0.001	-0.013
Si	55.723	12.241	13.553	-0.002	-0.004	0.001
Si	58.437	14.975	13.514	0.008	-0.013	0.005
Si	61.162	1.395	13.509	0.001	-0.011	0.005
Si	63.886	4.113	13.457	0.002	-0.004	-0.011
Si	61.154	6.833	13.49	-0.006	0.009	-0.004
Si	63.881	9.538	13.473	0.018	-0.012	-0.002
Si	61.156	12.257	13.503	-0.002	0.001	0.006
Si	63.879	14.985	13.482	0.011	0	0.003
Si	65.242	0.047	14.811	0.002	0.008	0.006
Si	2.69	2.754	14.815	-0.008	-0.001	0.013
Si	65.235	5.477	14.804	-0.004	0.002	0.002
Si	2.676	8.216	14.81	0.007	0.013	0.01
Si	65.24	10.903	14.818	-0.002	0.007	0.006
Si	2.664	13.645	14.795	-0.001	0.003	0.003
Si	5.423	0.045	14.779	0	0.012	0.003
Si	8.15	2.772	14.772	-0.004	-0.004	0.006
Si	5.411	5.497	14.786	0.009	-0.003	0.003
Si	8.136	8.21	14.768	0.005	0	0.002
Si	5.413	10.934	14.784	0.015	0.025	0.003
Si	8.137	13.644	14.799	-0.01	-0.023	0.004
Si	10.902	0.038	14.803	-0.01	0.007	0.001
Si	13.627	2.751	14.85	-0.006	-0.006	0.003
Si	10.876	5.488	14.79	0	-0.01	0.002
Si	13.613	8.201	14.854	-0.001	-0.007	0.009
Si	10.863	10.927	14.824	-0.001	-0.013	0.003
Si	13.592	13.64	14.848	0.013	-0.018	0.001
Si	16.345	0.019	14.919	-0.001	-0.01	0.008
Si	19.034	2.749	14.965	0.005	-0.013	-0.003
Si	16.329	5.465	14.94	0	-0.017	0.006
Si	19.057	8.157	15.002	-0.003	-0.017	0.003
Si	16.323	10.914	14.912	0.017	0.008	0
Si	19.064	13.609	14.997	-0.01	-0.014	0.007
Si	21.756	0.027	15.017	-0.002	-0.01	0.003
Si	24.503	2.752	15.089	0.012	0.008	0.014
Si	21.781	5.457	15.039	-0.001	-0.013	-0.007
Si	24.483	8.184	15.085	0.008	-0.001	-0.008
Si	21.796	10.873	15.05	0.004	-0.004	0.007
Si	24.509	13.581	15.045	-0.009	-0.006	0.001
Si	27.248	0.021	15.054	0.01	0.003	0.004
Si	29.923	2.736	15.035	0.009	-0.006	0.014
Si	27.169	5.472	15.066	-0.003	-0.014	0.007
Si	29.907	8.178	15.071	0.003	-0.001	0.007
Si	27.231	10.864	15.042	-0.017	0.002	-0.013
Si	29.954	13.618	15.046	-0.009	-0.012	0.002
Si	32.675	-0.024	14.979	-0.006	-0.007	-0.001
Si	35.403	2.689	15.017	-0.006	0.005	0.011
Si	32.647	5.419	15.041	-0.004	-0.006	0.014
Si	35.359	8.161	14.972	0.006	-0.016	0.006
Si	32.657	10.918	15.015	0.022	0.011	0.005
Si	35.373	13.554	15.013	-0.023	-0.006	0.006
Si	38.117	-0.036	15.021	0.004	-0.007	0.004
Si	40.869	2.677	15.024	0.019	0.02	-0.007
Si	38.137	5.383	14.984	-0.018	-0.003	0
Si	40.836	8.096	15.055	0.002	0.005	0.009
Si	38.113	10.836	15.007	0.006	0.007	0.006
Si	40.842	13.575	15.034	0.009	0.008	0.006
Si	43.569	-0.036	15.046	-0.006	0.01	0.002
Si	46.245	2.689	15.073	-0.004	-0.01	0.001
Si	43.542	5.373	15.081	-0.007	-0.012	0.01
Si	46.261	8.082	15.045	-0.003	0.018	-0.007
Si	43.552	10.821	15.022	-0.004	-0.003	-0.008
Si	46.28	13.551	15.043	0.004	0.005	0.007
Si	48.983	-0.032	15.035	0.001	0.012	0.007
Si	51.655	2.687	14.969	-0.002	0.007	0.003
Si	48.94	5.397	15.017	0.005	0.004	-0.007
Si	51.641	8.14	14.991	0.005	0.012	-0.004
Si	48.98	10.813	14.991	-0.013	0.012	-0.009
Si	51.698	13.573	14.965	-0.004	0.009	-0.004
Si	54.367	-0.004	14.917	-0.012	-0.003	-0.009
Si	57.072	2.739	14.88	-0.014	0.008	0.002
Si	54.365	5.42	14.938	-0.009	0.013	0.002
Si	57.099	8.186	14.866	0.019	0.018	-0.007
Si	54.366	10.889	14.935	0.001	0.005	-0.003
Si	57.09	13.608	14.887	0.004	0.023	0
Si	59.785	0.032	14.854	-0.014	0.01	0.004
Si	62.533	2.774	14.838	0.01	0.007	0.003
Si	59.807	5.478	14.869	-0.013	-0.002	0.01
Si	62.509	8.193	14.845	-0.003	0.008	0.006
Si	59.794	10.902	14.876	0.011	0.001	0.005
Si	62.511	13.629	14.844	0.005	-0.01	0.003
O	65.314	-1.277	23	0.073	-0.378	0.198
O	62.471	11.137	21.612	-0.052	0.06	-0.111
O	64.791	12.758	25.478	-0.08	0.378	0.249
O	4.507	0.955	22.835	0.414	0.066	0.345
O	66.473	3.84	23.088	0.205	0.283	0.356
O	65.693	2.111	24.942	-0.42	0.076	0.471
O	2.785	5.492	21.984	-0.041	-0.103	0.416
O	4.183	7.528	22.889	0.184	0.509	0.042
O	67.095	8.427	26.794	0.217	0.252	0.086
O	5.441	8.884	24.925	-0.386	0.278	0.569
O	2.711	10.852	21.826	0.256	-0.262	0.453
O	4.04	12.56	23.154	0.039	-0.486	0.452
O	5.67	14.274	22.338	-0.378	-0.048	0.078
O	10.684	13.235	24.981	0.201	-0.014	0.064
O	8.144	12.868	25.673	0.09	-0.061	-0.308
O	7.277	4.549	22.699	0.006	-0.075	0.369
O	8.63	6.741	22.903	0.137	0.35	0.278
O	10.681	8.192	22.095	-0.112	-0.091	0.583
O	6.79	3.108	25.939	-0.362	0.206	-0.283
O	6.713	9.176	22.786	0.095	-0.701	0.278
O	11.551	-1.461	22.885	-0.454	0.131	0.373
O	14.512	-1.175	26.792	0.398	0.271	0.303
O	18.805	-0.095	25.232	-0.013	-0.201	0.557
O	17.405	1.46	23.753	0.656	-0.05	-0.166
O	10.972	2.915	21.934	0.043	0.067	0.323
O	9.265	1.437	22.904	-0.031	0.109	0.228
O	14.212	6.63	22.943	0.089	0.052	0.293
O	16.154	8.15	22.081	0.059	0.046	0.539
O	14.711	9.07	24.696	0.282	-0.221	-0.251
O	13.357	11.239	25.116	-0.075	0.108	0.817
O	14.757	11.754	22.938	0.106	-0.305	0.323
O	17.94	-1.032	23.014	0.555	-0.202	0.093
O	26.945	11.595	25.779	0.532	0.164	-0.16
O	20.809	-1.552	24.484	-0.348	-0.394	0.256
O	21.778	2.621	22.265	-0.146	0.173	0.487
O	16.866	3.842	22.824	-0.262	0.272	0.108
O	18.862	5.334	22.135	0.006	-0.091	0.182
O	20.242	6.892	23.509	-0.014	-0.278	0.377
O	18.863	7.404	27.303	0.083	-0.525	-0.118
O	17.675	9.899	23.192	-0.487	-0.047	0.464
O	22.293	12.646	24.645	-0.286	0.18	0.249
O	24.417	13.968	29.721	0.651	-0.16	0.334
O	21.32	13.399	22.29	0.03	0.193	-0.348
O	23.175	-1.548	23.294	0.313	0.137	0.569
O	24.7	0.112	22.156	-0.062	-0.059	0.57
O	26.57	1.932	22.618	-0.081	0.28	0.12
O	26.167	3.676	24.458	0.349	0.156	0.287
O	23.807	3.95	23.16	0.118	-0.215	0.025
O	25.358	5.989	23.318	-0.057	0.031	0.305
O	27.081	7.756	22.607	0.341	-0.086	-0.032
O	28.428	9.816	23.277	0.269	0.31	0.373
O	23.188	10.552	23.296	0.364	0.3	0.105
O	25.938	11.728	23.218	-0.36	0.067	0.157
O	31.592	11.197	25.186	-0.447	-0.169	-0.247
O	27.297	13.675	22.28	0.201	0.139	0.321
O	32.248	3.275	25.449	-0.063	0.468	-0.311
O	28.452	-0.593	23.322	0.115	0.428	0.091
O	31.608	1.457	23.521	-0.555	-0.292	0.033
O	24.996	3.461	27.559	0.064	0.288	0.318
O	28.485	3.631	23.243	0.311	-0.095	0.404
O	30.086	5.456	22.243	0.043	0.049	0.495
O	32.309	6.762	22.838	0.532	-0.269	0.021
O	30.924	8.447	24.192	-0.033	0.44	-0.324
O	30.262	11.052	22.189	0.037	0.13	0.403
O	34.617	12.013	26.995	0.09	-0.2	0.488
O	29.12	-0.635	25.824	-0.048	-0.636	0.077
O	32.171	12.681	23.101	0.177	0.577	0.066
O	34.136	11.513	24.524	0.092	-0.308	-0.386
O	35.143	14.432	26.159	-0.062	0.374	0.434
O	35.498	0.183	22.14	-0.251	0.179	0.103
O	36.955	2.195	22.939	-0.233	-0.054	0.221
O	38.12	-0.381	26.881	0.093	-0.434	-0.066
O	35.951	1.151	26.753	0.058	0.131	0.51
O	36.615	-0.235	24.713	0.171	0.185	-0.552
O	36.828	6.792	23.235	0.049	0.267	0.11
O	34.267	4.705	26.237	-0.174	0.511	-0.057
O	35.384	10.715	22.151	0.152	0.108	0.386
O	37.469	12.208	22.79	-0.166	0.018	0.296
O	38.995	14.379	23.038	-0.071	0.254	0.422
O	40.624	-0.037	22.182	-0.014	-0.109	0.481
O	42.489	1.398	23.27	0.033	0.506	0.22
O	44.353	3.737	23.244	-0.029	-0.358	0.126
O	38.903	3.758	23.443	0.072	0.007	0.332
O	40.622	5.486	22.23	0.094	-0.012	0.14
O	42.183	7.666	22.68	0.03	0.469	-0.076
O	42.954	3.622	25.544	0.254	-0.557	0.158
O	42.602	12.633	22.896	-0.149	-0.058	0.163
O	43.202	8.175	25.041	0.42	-0.391	0.586
O	44.932	12.432	27.292	0.371	-0.083	0.665
O	44.855	14.051	22.999	0.497	-0.029	0.043
O	46.229	-0.174	22.15	-0.103	0.145	0.344
O	48.342	0.908	23.138	0.664	-0.102	0.06
O	47.222	2.837	28.465	0.398	-0.416	-0.409
O	46.281	5.375	22.39	0.177	-0.137	0.094
O	44.675	5.647	27.732	-0.341	-0.147	0.269
O	51.623	8.166	27.492	-0.001	-0.246	-0.108
O	48.199	6.996	23.356	0.153	-0.251	0.255
O	46.081	10.908	22.132	0.128	0.01	-0.066
O	50.39	14.488	23.244	-0.47	-0.51	-0.072
O	52.054	-1.392	25.336	0.072	0.296	-0.355
O	53.615	1.157	25.412	-0.447	-0.567	0.119
O	49.806	3.618	23.315	-0.495	-0.163	0.046
O	51.598	5.282	22.269	0.06	0.038	0.524
O	53.263	6.837	23.319	-0.289	-0.484	0.511
O	52.798	3.771	25.04	0.254	0.346	-0.048
O	49.972	8.919	22.978	0.407	-0.283	0.152
O	51.494	10.789	21.918	-0.169	0.031	0.33
O	53.129	11.984	23.302	0.391	0.504	0.385
O	57.354	-0.831	22.64	0.622	-0.294	-0.231
O	55.415	14.027	23.161	-0.501	-0.042	-0.068
O	57.695	7.718	29.223	0.131	0.156	-0.432
O	57.625	1.636	22.815	-0.135	0.422	0.122
O	55.421	3.847	23.04	-0.595	-0.055	0.256
O	53.273	2.059	23.024	0.424	0.41	0.047
O	57.425	7.359	25.374	0.029	0.365	0.379
O	57.909	10.002	24.856	-0.095	-0.351	0.064
O	55.075	8.506	22.731	0.151	-0.452	-0.086
O	58.724	6.883	23.1	0.205	0.219	0.072
O	56.878	10.314	22.435	0.279	-0.054	-0.091
O	58.391	12.12	23.194	0.158	0.052	0.472
O	59.878	13.597	21.819	0.138	-0.142	0.227
O	63.147	0.002	22.331	-0.429	-0.172	-0.026
O	64.756	2.03	22.481	0.293	0.17	-0.249
O	59.755	2.743	21.991	0.055	0.032	0.606
O	61.486	4.053	23.261	-0.153	-0.403	0.348
O	65.013	7.356	22.754	0.55	-0.173	0.045
O	62.484	2.101	26.194	0.256	0.392	-0.223
O	61.067	9.769	23.191	-0.501	-0.098	0.31
O	63.565	9.422	23.457	-0.161	0.171	-0.241
O	62.574	11.595	24.586	-0.274	0.059	0.419
O	65.777	13.238	30.178	0.273	-0.111	0.411
O	3.741	-1.252	24.018	-0.155	-0.144	0.376
O	6.828	6.959	29.032	-0.571	-0.493	0.34
O	66.97	9.49	31.942	0.546	0.111	-0.127
O	4.047	8.094	27.879	0.45	0.07	-0.028
O	5.723	13.673	24.941	-0.091	0.412	0.533
O	9.546	9.826	31.784	0.189	-0.129	0.566
O	12.695	4.555	23.082	-0.252	-0.244	0.186
O	9.664	-0.695	24.415	-0.006	-0.411	-0.072
O	11.691	11.159	31.931	0.232	0.39	-0.214
O	8.21	5.239	25.013	0.487	0.377	0.177
O	16.188	10.005	29.642	-0.341	0.274	-0.014
O	12.299	6.48	24.847	-0.351	-0.226	0.08
O	9.45	9.667	27.36	0.217	-0.05	0.317
O	8.015	11.574	28.614	-0.079	0.192	0.295
O	14.238	13.754	24.604	-0.174	0.315	-0.007
O	16.286	13.598	22.026	0.058	0.048	0.285
O	9.64	-1.578	26.811	-0.072	0.091	0.355
O	12.73	-1.615	28.698	-0.084	-0.761	0.018
O	16.837	5.792	26.354	0.504	-0.199	-0.082
O	16.93	8.376	25.876	0.198	0.029	-0.479
O	12.397	8.918	25.833	-0.226	0.488	0.481
O	18.57	11.724	24.919	0.282	0.287	-0.058
O	16.485	7.607	28.362	0.134	-0.414	0.311
O	16.076	-0.512	24.829	-0.285	0.365	-0.12
O	15.164	-2.001	31.944	-0.485	0.177	-0.198
O	19.075	9.962	28.165	0.085	-0.075	0.028
O	20.339	12.3	28.49	0.127	-0.009	0.119
O	21.321	0.83	25.42	-0.305	0.13	-0.11
O	20.47	0.924	29.419	-0.357	-0.146	-0.237
O	20.981	-1.391	28.278	-0.365	0.061	-0.509
O	24.215	4.973	25.529	-0.265	0.493	0.216
O	22.059	7.948	25.184	0.358	-0.335	0.008
O	26.173	9.413	24.49	-0.34	-0.389	0.167
O	28.103	1.369	30.222	0.486	-0.031	0.44
O	19.757	11.327	22.653	0.193	-0.23	-0.195
O	21.799	8.566	22.577	-0.333	-0.257	-0.32
O	22.837	13.159	27.809	-0.15	-0.413	-0.342
O	21.169	5.767	29.384	0.183	0.368	-0.243
O	22.7	-0.364	30.013	0.494	0.432	0.036
O	24.973	-1.555	27.237	0.063	0.044	-0.066
O	26.071	13.535	32.138	-0.428	-0.058	-0.257
O	22.477	4.464	27.459	-0.351	0.328	-0.231
O	33.233	7.627	25.175	0.02	-0.516	-0.006
O	31.2	-0.932	27.644	-0.082	-0.542	0.093
O	27.713	11.234	30.521	-0.361	0.129	0.2
O	26.144	9.93	27.69	0.265	-0.23	-0.224
O	25.814	0.967	27.189	0.071	-0.105	0.146
O	30.728	7.308	29.089	0.131	0.584	0.001
O	25.607	1.921	29.637	-0.567	0.279	0.271
O	33.097	3.075	22.234	-0.011	0.081	0.411
O	25.806	7.49	28.494	-0.116	-0.633	0.044
O	36.572	3.919	24.915	-0.107	-0.037	-0.34
O	35.318	8.212	29.885	0.005	0.389	0.05
O	30.413	7.095	26.394	0.595	-0.209	-0.199
O	33.284	9.186	23.035	-0.001	0.221	0.402
O	32.445	-0.38	29.941	-0.157	-0.037	-0.047
O	35.19	5.706	29.224	-0.164	0.046	-0.114
O	36.623	11.014	25.459	0.236	0.284	-0.067
O	38.521	6.192	25.179	0.016	-0.512	-0.23
O	29.685	5.163	28.021	-0.378	-0.38	-0.474
O	34.936	14.428	23.498	-0.282	-0.174	0.196
O	40.857	2.444	26.617	-0.554	-0.066	-0.087
O	37.277	8.539	25.077	0.029	0.186	-0.524
O	40.916	9.061	28.656	0.01	0.01	-0.015
O	33.855	2.523	27.463	-0.165	0.119	0.83
O	37.757	5.261	29.737	-0.055	0.211	-0.05
O	40.639	4.919	25.941	-0.022	-0.094	-0.387
O	39.41	9.62	23.278	-0.364	-0.285	0.344
O	35.062	5.14	22.204	-0.087	-0.208	0.269
O	41.029	10.867	30.508	0.662	-0.115	0.247
O	39.599	12.146	24.281	0.1	0.185	0.057
O	41.618	0.212	25.495	-0.569	-0.34	-0.202
O	42.655	-1.172	23.668	-0.314	-0.148	-0.264
O	47.335	7.873	27.903	0.513	0.081	0.034
O	42.673	5.664	24.057	-0.02	-0.128	-0.215
O	40.799	7.325	24.905	-0.269	0.256	-0.217
O	40.073	4.07	29.589	-0.128	-0.366	-0.452
O	25.34	12.313	27.903	-0.205	-0.232	0.308
O	51.454	12.502	29.831	-0.382	0.189	-0.158
O	36.633	11.315	29.488	-0.344	0.377	-0.508
O	44.621	8.174	28.078	-0.513	0.324	-0.138
O	43.615	13.229	25.199	-0.106	-0.394	0.121
O	62.455	5.66	25.224	0.079	0.485	-0.035
O	44.598	2.51	28.833	-0.051	0.436	0.408
O	49.487	-0.406	25.206	0.101	0.096	0.595
O	10.158	12.177	27.275	0.451	-0.065	0.192
O	52.483	4.463	27.566	-0.171	0.51	0.093
O	50.371	3.93	25.937	-0.512	0.071	0.288
O	44.937	5.457	25.116	0.356	0.396	-0.143
O	48.647	2.086	25.308	-0.569	0.369	0.54
O	57.122	5.082	29.062	-0.08	-0.126	-0.008
O	49.541	6.517	27.475	0.15	-0.177	0.409
O	47.124	5.706	26.521	0.322	0.008	-0.465
O	48.017	11.958	23.326	0.54	0.237	0.166
O	48.792	11.12	25.712	-0.062	-0.211	0.473
O	16.262	10.964	25.67	-0.133	0.286	-0.357
O	56.108	0.464	24.623	-0.076	-0.458	0.017
O	37.266	13.632	24.842	0.102	-0.257	0.53
O	60.572	1.936	27.928	0.14	-0.62	-0.256
O	52.785	12.928	26.957	-0.76	0.038	0.328
O	51.169	1.806	24.617	0.097	-0.678	0.097
O	51.637	6.178	25.83	0.19	0.235	-0.287
O	57.978	3.641	27.094	0.003	0.052	-0.051
O	51.333	11.146	25.148	-0.272	-0.368	-0.143
O	6.171	6.499	24.13	-0.171	-0.02	0.021
O	27.537	2.756	28.088	-0.014	0.236	-0.304
O	55.695	5.425	25.201	-0.515	-0.121	0.248
O	61.216	-0.018	25.579	-0.329	-0.04	0.235
O	55.162	11.972	27.582	0.096	0.251	-0.358
O	5.56	12.031	29.472	0.213	0.291	0.257
O	61.442	7.13	27.124	0.042	0.212	0.533
O	40.911	10.927	21.837	0.186	-0.026	0.293
O	62.637	9.218	29.171	-0.284	-0.027	-0.419
O	59.714	9.382	26.863	0.069	-0.094	0.701
O	55.917	6.839	27.471	-0.102	0.334	0.148
O	60.099	8.598	29.825	0.078	-0.059	-0.508
O	53.43	-0.963	27.573	-0.127	0.467	-0.28
O	40.406	0.225	27.895	-0.028	0.135	0.644
O	60.776	-0.733	23.12	0.298	0.358	0.252
O	59.104	11.872	26.008	0.721	0.091	-0.153
O	2.933	3.588	28.406	0.386	-0.028	0.155
O	62.908	5.947	22.602	-0.232	0.037	0.038
O	66.062	12.279	27.833	-0.23	-0.378	0.133
O	2.624	5.652	29.867	0.345	0.238	0.02
O	2.445	5.945	27.309	0.038	-0.197	-0.368
O	2.12	0.076	22.444	-0.155	0.533	-0.032
O	62.046	9.276	25.651	0.56	0.322	0.436
O	57.411	10.492	27.433	-0.05	-0.241	0.071
O	63.525	14.202	29.279	-0.032	0.01	-0.031
O	5.753	1.338	32.728	0.236	-0.433	0.176
O	63.177	0.52	29.808	0.349	-0.283	0.396
O	4.157	-0.03	30.627	-0.156	-0.387	-0.18
O	7.777	4.994	27.596	-0.093	-0.228	0.274
O	10.423	0.996	26.123	0.237	0.298	-0.374
O	5.376	5.778	32.844	0.056	0.381	-0.222
O	5.691	0.597	26.348	0.064	-0.347	-0.338
O	3.778	12.256	31.478	-0.289	0.512	-0.241
O	6.245	9.688	28.219	-0.281	-0.121	-0.435
O	4.048	1.292	28.15	0.17	0.271	0.404
O	8.162	11.008	21.812	-0.17	0.005	0.555
O	33.935	7.483	27.746	0.032	-0.35	-0.222
O	7.844	-0.67	22.53	0.141	-0.296	0.244
O	7.534	0.87	24.681	-0.316	-0.063	-0.029
O	40.092	14.028	27.31	-0.325	-0.436	-0.53
O	12.501	4.129	31.746	0.261	-0.409	-0.192
O	45.626	3.507	26.575	-0.191	-0.131	-0.37
O	53.682	14.026	29.876	0.514	-0.161	0.105
O	7.815	9.029	30.047	0.359	0.394	-0.252
O	39.306	10.71	32.47	-0.6	-0.016	-0.163
O	52.167	-0.176	29.737	-0.221	-0.007	-0.418
O	7.177	8.877	32.5	-0.245	-0.268	0.135
O	10.395	10.911	29.54	0.574	-0.282	-0.038
O	10.392	2.205	28.376	-0.032	0.515	0.16
O	14.983	2.048	23.126	-0.357	0.258	0.441
O	40.063	6.695	29.876	-0.144	0.28	0.46
O	14.17	4.529	29.781	0.141	0.439	0.212
O	16.766	4.293	29.486	-0.02	0.153	-0.286
O	11.786	6.894	27.469	0.53	-0.257	0.075
O	17.831	3.806	31.918	0.048	-0.256	-0.112
O	17.947	12.17	27.411	-0.084	0.234	0.125
O	18.149	11.719	29.943	0.246	0.345	0.149
O	6.478	11.271	24.393	0.041	0.116	-0.547
O	58.766	13.81	27.582	-0.087	0.581	0.048
O	13.695	0.192	30.318	0.064	0.147	0.449
O	11.209	0.201	29.755	-0.729	-0.047	0.044
O	15.124	4.155	27.41	-0.605	-0.123	-0.202
O	12.03	-1.001	26.041	0.259	-0.412	-0.552
O	42.775	13.977	27.569	0.212	0.604	0.137
O	8.091	1.312	27.249	-0.13	-0.387	0.495
O	6.414	1.448	30.286	0.012	0.327	-0.629
O	5.728	-0.615	28.719	0.402	-0.419	-0.351
O	28.368	7.823	24.897	-0.009	-0.549	0.068
O	27.573	8.646	30.103	-0.075	-0.048	-0.02
O	15.016	9.459	27.325	-0.52	0.113	-0.149
O	23.069	9.69	31.828	-0.51	0.261	-0.599
O	27.921	12.01	28.083	0.418	0.017	-0.373
O	23.463	-1.709	32.159	0.34	-0.381	-0.05
O	55.607	0.918	27.157	0.331	-0.319	-0.096
O	21.696	3.206	29.706	0.343	-0.129	0.228
O	22.499	0.775	27.707	0.289	0.229	0.256
O	42.162	4.248	27.98	0.207	0.443	0.071
O	55.446	6.734	30.125	0.066	0.7	0.076
O	28.355	7.417	27.914	0.047	0.426	-0.507
O	27.214	6.726	32.595	0.311	0.344	0.144
O	36.828	12.404	31.973	0.258	0.199	-0.08
O	24.51	11.331	25.33	0.107	0.411	0.312
O	25.343	8.545	32.3	0.208	0.553	0.116
O	23.928	0.108	25.573	-0.062	-0.021	-0.518
O	21.226	8.595	27.581	0.041	-0.247	0.148
O	38.809	-1.278	29.358	-0.656	0.281	0.24
O	32.173	11.141	30.057	0.287	-0.183	-0.305
O	30.063	2.878	29.143	0.135	-0.252	0.132
O	19.127	8.43	32.966	0.03	0.048	-0.584
O	23.656	4.952	29.626	0.403	-0.328	-0.211
O	31.048	1.099	26.05	-0.275	0.239	0.125
O	32.104	4.311	27.906	0.413	0.007	0.162
O	50.682	3.768	32.073	0.173	-0.113	-0.024
O	50.315	11.741	27.617	-0.13	0.083	0.096
O	32.165	12.448	32.294	-0.052	0.263	-0.188
O	12.558	9.569	23.199	0.188	0.018	0.177
O	37.265	9.579	27.516	-0.397	-0.344	0.01
O	27.256	11.384	33.173	-0.162	-0.069	-0.035
O	44.275	0.505	24.99	0.024	0.307	-0.376
O	36.063	6.347	25.769	-0.56	0.307	0.113
O	25.48	5.243	31.433	-0.111	-0.442	0.194
O	35.919	3.326	29.912	0.356	-0.402	-0.287
O	31.18	5.028	30.227	0.069	-0.199	0.679
O	3.264	6.976	32.057	0.017	0.282	-0.229
O	56.521	2.444	29.05	-0.076	-0.297	0.217
O	63.506	5.449	27.709	0.364	0.321	-0.073
O	45.829	0.973	27.182	0.151	-0.227	0.412
O	39.193	10.145	25.808	0.163	-0.287	0.649
O	3.695	-1.012	26.894	0.069	-0.079	-0.326
O	45.082	-1.402	26.576	0.184	-0.024	0.394
O	41.634	10.335	24.646	-0.04	0.061	-0.051
O	44.84	1.872	31.56	0.033	0.399	-0.161
O	44.208	6.56	30.144	0.62	0.314	0.194
O	39.866	7.031	27.332	-0.478	0.237	-0.01
O	23.803	8.689	27.206	0.06	-0.446	0.08
O	43.434	11.072	33.04	-0.166	-0.166	-0.639
O	39.098	10.958	28.731	-0.176	0.368	-0.331
O	41.183	14.023	29.669	0.484	0.107	0.123
O	59.358	0.758	32.816	-0.078	0.053	-0.313
O	8.095	9.376	25.077	0.325	0.154	-0.194
O	41.425	11.788	28.101	0.486	-0.26	-0.433
O	53.754	11.398	30.388	-0.03	0.133	0.048
O	46.558	3.825	30.729	-0.414	0.463	-0.034
O	51.703	3.211	29.698	-0.142	-0.066	0.024
O	23.199	2.568	25.862	-0.257	0.048	-0.653
O	49.138	3.597	30.012	0.087	0.264	-0.225
O	49.019	11.391	29.924	-0.521	-0.021	-0.482
O	59.19	5.439	25.445	0.256	0.084	0.279
O	46.225	8.968	29.932	-0.234	0.333	-0.237
O	46.14	10.162	27.528	0.211	0.231	0.198
O	65.06	9.258	30.151	-0.255	-0.108	0.356
O	66.526	-0.421	25.802	-0.606	-0.154	-0.028
O	50.981	-0.914	31.979	0.314	-0.637	-0.301
O	22.218	10.389	25.893	-0.452	0.241	0.422
O	67.324	13.4	25.913	0.201	-0.08	-0.311
O	23.639	7.188	30.96	-0.157	0.098	-0.266
O	54.785	7.855	25.278	-0.017	0.405	0.493
O	50.305	1.39	30.852	-0.674	-0.266	0.019
O	51.729	8.428	32.719	0.128	0.137	-0.53
O	58.38	7.627	31.731	-0.411	0.055	-0.124
O	57.244	13.895	25.39	0.056	0.47	0.328
O	63.077	14.15	24.017	-0.836	0.202	0.099
O	3.228	1.923	32.076	-0.373	0.738	-0.15
O	59.558	12.067	29.658	0.602	-0.162	-0.341
O	59.852	14.149	25.168	0.233	-0.239	-0.252
O	63.776	0.166	24.856	0.303	0.255	0.259
O	9.565	6.592	28.842	0.031	0.139	0.571
O	12.749	0.811	27.744	0.346	0.44	-0.262
O	56.083	11.887	24.435	-0.393	-0.293	0.28
O	14.886	2.054	31.695	-0.303	0.553	0.036
O	61.905	6.872	30.237	-0.222	-0.37	-0.222
O	51	9.886	29.349	-0.316	-0.393	0.425
O	29.759	9.645	26.202	-0.65	0.31	0.066
O	57.093	12.519	29.136	-0.113	0.325	0.162
O	59.457	0.724	29.948	-0.672	0.173	0.072
O	9.758	12.911	22.614	-0.159	0.163	0.523
O	61.18	-1.038	29.011	-0.106	-0.394	-0.357
O	9.062	7.288	31.735	-0.143	-0.305	-0.524
O	44.008	9.906	23.323	0.16	-0.203	0.104
O	61.293	4.36	27.195	-0.106	-0.07	0.522
O	65.809	4.582	28.545	-0.143	-0.159	-0.349
O	36.917	7.408	31.929	0.149	-0.432	-0.482
O	66.113	7.059	31.247	-0.632	-0.167	0.016
O	32.24	9.316	26.949	-0.19	-0.283	0.531
O	60.208	11.018	32.113	0.151	0.521	0.005
O	64.781	9.646	27.595	-0.216	0.11	-0.213
O	66.75	-1.565	28.138	-0.164	0.419	0.28
O	26.513	-0.636	25.245	-0.181	-0.176	-0.464
O	63.872	11.52	29.38	-0.429	-0.041	-0.11
O	65.176	0.475	32.88	-0.161	-0.299	-0.439
O	66.194	9.566	23.001	0.176	0.295	0.21
O	43.945	10.437	25.953	-0.264	0.091	0.233
O	67.09	4.683	32.104	0.325	-0.592	-0.552
O	6.666	3.69	31.917	0.331	0.102	-0.617
O	2.865	1.204	24.777	0.568	0.299	0.266
O	67.333	1.434	29.789	-0.326	0.01	0.077
O	16.268	3.317	25.247	0.048	-0.377	0.243
O	16.293	5.726	32.754	0.117	0.021	-0.153
O	46.881	-0.026	25.11	-0.115	-0.231	0.081
O	53.531	6.511	31.95	-0.046	0.064	-0.182
O	8.003	-2.35	32.809	-0.13	-0.008	-0.273
O	10.619	0.333	32.626	0.062	0.03	-0.415
O	8.421	1.793	31.978	0.322	-0.092	-0.271
O	10.852	5.776	32.785	-0.002	0.166	-0.54
O	11.591	4.957	29.314	-0.047	-0.351	-0.359
O	58.962	3.269	29.537	0.193	0.257	0.559
O	66.424	10.754	25.807	0.356	-0.187	-0.113
O	5.525	10.99	32.765	0.329	0.027	-0.264
O	46.245	11.377	25.203	-0.08	0.155	-0.144
O	9.501	12.423	31.573	0.039	0.461	-0.632
O	42.504	1.034	32.268	-0.361	-0.353	-0.409
O	12.153	-1.524	31.509	-0.067	-0.373	-0.021
O	47.69	9.848	31.806	-0.089	0.15	0.446
O	16.202	0.234	32.972	0.245	-0.008	0.416
O	15.234	2.169	29.105	0.263	-0.379	-0.262
O	42.373	4.761	30.589	-0.398	0.015	0.312
O	12.513	2.545	29.725	0.303	-0.245	0.407
O	18.758	5.699	30.389	-0.424	0.43	0.076
O	13.084	9.06	31.818	0.306	-0.01	-0.089
O	14.214	6.842	31.657	0.248	-0.517	-0.435
O	15.94	11.931	31.522	0.067	-0.15	-0.242
O	17.602	10.028	31.843	0.05	-0.057	-0.369
O	17.792	-1.4	31.766	0.422	-0.21	-0.702
O	19.605	13.585	32.871	0.068	0.082	-0.605
O	20.433	2.125	31.796	-0.229	0.398	0.191
O	65.15	8.506	25.213	-0.14	-0.557	0.347
O	16.165	0.066	30.385	0.323	-0.107	-0.53
O	19.083	3.118	29.76	-0.293	-0.056	-0.627
O	34.474	11.979	30.935	-0.161	0.348	-0.015
O	20.722	6.731	31.842	0.18	-0.245	-0.254
O	24.522	9.347	29.742	0.021	0.323	-0.078
O	19.831	7.987	29.697	-0.17	0.343	0.458
O	21.558	11.493	32.908	0.072	0.019	-0.334
O	63.614	12.925	31.624	-0.68	0.429	0.03
O	21.941	0.3	32.909	-0.103	-0.051	-0.223
O	32.809	13.454	25.626	-0.369	0.526	0.133
O	26.121	-0.443	30.672	-0.598	-0.013	-0.117
O	26.418	1.63	32.183	0.236	-0.096	-0.075
O	22.965	4.936	32.134	-0.433	-0.122	-0.064
O	24.483	3.064	33.133	-0.247	-0.099	-0.473
O	28.016	4.381	31.934	0.004	-0.282	-0.632
O	43.622	0.27	29.969	-0.125	-0.566	-0.191
O	53.973	2.547	28.545	-0.221	-0.126	-0.381
O	64.454	12.302	22.86	0.412	-0.145	0.219
O	57.023	5.466	21.925	0.106	0.162	0.342
O	52.646	1.241	31.901	0.028	0.536	-0.312
O	30.08	13.917	33.059	0.099	0.107	-0.536
O	5.053	8.526	30.176	0.155	0.101	0.41
O	63.654	2.262	31.702	0.2	0.311	-0.058
O	54.619	14.057	25.556	0.199	0.156	0.248
O	29.954	2.981	32.916	-0.155	0.104	-0.174
O	31.693	1.235	31.959	-0.286	0.058	-0.252
O	34.01	1.65	30.75	0.034	-0.055	-0.259
O	32.739	5.735	33.005	-0.088	-0.031	-0.099
O	28.894	9.582	32.191	0.506	-0.273	-0.214
O	31.04	7.21	31.789	-0.231	0.539	-0.081
O	64.038	3.986	24.074	-0.045	-0.139	0.575
O	33.282	10.07	32.231	-0.449	-0.156	-0.064
O	35.315	-2.257	33.161	0.04	0.003	-0.32
O	52.636	13.065	32.107	-0.1	0.518	-0.18
O	38.035	0.332	32.942	-0.267	0.199	-0.346
O	63.474	7.084	32.189	-0.095	0.547	-0.373
O	33.619	-0.501	32.257	-0.13	-0.322	-0.323
O	36.216	2.035	32.148	0.049	-0.173	-0.064
O	21.923	13.48	30.254	-0.116	-0.519	0.454
O	33.08	6.914	30.176	0.342	0.292	0.215
O	32.333	10.745	0.042	-0.184	-0.174	-0.105
O	34.419	3.954	32.017	0.056	0.203	-0.41
O	34.716	9.495	26.213	0.29	-0.175	-0.076
O	27.568	13.841	29.985	0.221	0.099	-0.293
O	16.568	13.518	25.779	0.123	0.125	-0.041
O	42.887	1.009	27.554	0.434	-0.409	-0.088
O	66.92	1.729	27.167	-0.483	0.022	0.069
O	33.742	0.026	27.736	0.499	0.141	0.228
O	39.292	5.034	31.906	-0.061	0.122	-0.112
O	40.819	3.034	32.864	-0.14	-0.081	-0.448
O	42.469	6.911	32.093	0.031	0.041	-0.587
O	40.747	8.543	33.096	-0.15	-0.073	-0.235
O	36.102	9.96	31.625	-0.301	0.063	0.696
O	36.593	4.349	27.519	0.489	-0.404	-0.127
O	39.263	12.841	30.909	-0.767	-0.248	-0.015
O	41.302	12.556	32.482	-0.162	0.314	-0.067
O	44.474	-0.731	32.194	0.013	-0.141	-0.563
O	46.21	13.836	32.998	-0.043	0.164	-0.292
O	48.982	0.104	33.228	-0.008	-0.141	-0.397
O	47.432	1.638	31.959	0.199	-0.394	-0.421
O	44.287	5.056	32.338	0.235	0.221	-0.227
O	46.08	3.372	33.227	0.304	0.031	0.325
O	33.314	13.952	28.193	-0.179	-0.321	0.263
O	48.813	5.58	32.814	-0.113	-0.146	-0.37
O	45.16	9.212	32.271	-0.119	-0.12	-0.427
O	12.335	12.503	23.139	-0.05	-0.093	-0.299
O	48.165	12.332	32.158	-0.087	0.158	-0.325
O	51.82	0.023	22.162	0.11	-0.014	0.44
O	54.295	11.368	33.128	0.304	0.273	-0.271
O	55.103	9.454	31.696	0.044	-0.458	-0.156
O	39.877	-1.137	31.828	0.2	0.175	-0.179
O	54.649	-0.033	32.89	-0.011	-0.091	-0.593
O	54.785	0.227	29.483	0.389	-0.002	0.288
O	58.795	-1.778	30.008	-0.453	0.118	0.218
O	55.475	4.669	31.811	0.173	0.147	-0.326
O	19.977	9.414	24.397	0.083	-0.028	0.285
O	50.14	10.475	32.099	0.209	0.025	-0.447
O	49.998	13.403	25.614	-0.381	0.124	0.137
O	53.941	11.055	25.516	0.634	-0.039	-0.22
O	56.669	-2.066	32.859	-0.159	-0.027	-0.49
O	52.902	9.326	23.985	-0.546	-0.212	0.105
O	53.706	4.837	29.88	-0.175	-0.049	0.1
O	60.797	-0.946	31.574	0.406	-0.243	-0.324
O	29.242	0.74	27.977	-0.045	-0.399	0.265
O	27.901	1.558	24.804	0.021	0.113	0.318
O	53.392	8.844	29.652	0.267	-0.625	0.114
O	62.086	4.793	31.984	-0.015	-0.546	-0.327
O	59.941	5.882	32.828	0.003	-0.019	-0.056
O	37.82	8.977	29.966	0.498	-0.252	0.148
O	10.144	7.792	25.579	-0.032	-0.41	-0.488
O	14.512	5.176	25.064	-0.277	-0.074	0.011
O	58.1	12.426	31.753	-0.06	0.135	-0.655
O	59.961	2.904	25.551	0.032	-0.143	-0.268
O	57.628	3.723	24.482	0.159	-0.236	-0.527
O	5.544	2.904	21.73	-0.158	0.035	0.453
O	11.907	7.36	30.123	-0.147	0.151	0.146
O	64.015	5.315	30.296	0.268	-0.074	0.191
O	47.01	7.35	31.985	-0.353	-0.295	-0.339
O	62.497	8.101	0.185	0.015	-0.109	-0.178
O	67.184	-0.458	31.696	-0.102	-0.51	-0.278
O	61.872	9.132	31.71	0.208	-0.363	0.186
O	20.184	0.68	23.104	-0.397	-0.048	0.076
O	47.665	5.474	29.031	-0.168	0.267	0.452
O	65.257	11.229	32.769	-0.147	0.229	-0.286
O	60.076	7.75	24.973	0.34	-0.155	-0.61
O	42.311	6.923	28.365	0.069	-0.259	-0.306
O	63.126	-0.303	27.35	0.496	-0.145	-0.086
O	3.786	7.033	25.443	-0.008	-0.469	-0.156
O	49.764	8.006	25.383	0.02	0.384	0.259
O	58.18	10.012	30.684	-0.247	0.188	0.024
O	28.086	-1.036	32.168	0.282	0.411	-0.381
O	3.537	10.489	29.327	-0.524	-0.079	-0.436
O	29.857	9.96	29.738	0.016	-0.682	-0.252
O	6.47	-0.941	31.386	0.161	-0.395	-0.28
O	29.868	12.559	29.79	0.103	0.564	0.371
O	47.713	9.384	24.211	-0.429	-0.161	-0.232
O	38.097	1.838	25.284	0.42	0.022	0.424
O	33.606	1.043	25.314	0.241	-0.12	-0.399
O	3.01	12.989	29.18	0.15	0.331	-0.095
O	14.205	8.32	29.512	-0.09	0.061	-0.391
O	13.476	0.136	22.138	-0.132	-0.17	0.217
O	6.022	11.942	26.905	-0.526	-0.173	-0.095
O	7.986	7.529	26.905	-0.377	-0.111	-0.369
O	58.77	0.138	24.658	-0.09	0.255	0.375
O	52.944	10.441	27.752	-0.216	-0.054	-0.174
O	55.437	2.897	25.5	-0.269	0.37	0.268
O	61.416	2.448	30.338	-0.307	0.207	0.42
O	55.722	10.121	29.296	0.519	-0.248	0.032
O	42.085	2.322	29.69	-0.279	-0.365	0.306
O	57.311	2.867	32.74	0.172	-0.159	-0.334
O	27.492	6.057	29.989	0.435	-0.232	-0.219
O	30.971	11.417	27.757	0.149	0.688	-0.276
O	67.553	8.378	29.677	-0.132	-0.184	-0.414
O	63.686	3.058	29.11	0.025	-0.199	-0.269
O	9.384	3.389	26.294	0.362	0.213	-0.475

Results
total energy: -406604.657 eV
total energy less fixed offsets of O -438.35, Si -107.03 eV per atom: 8.143 eV
